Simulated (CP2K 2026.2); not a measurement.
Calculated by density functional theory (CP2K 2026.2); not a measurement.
Periodic cell of 2016 atoms, Si1440O576, from a study of silicon, its oxide and their interface. The atomic structure is a simulated model.
Doubt: the forces sum to 6.07 eV/angstrom along one axis rather than to zero, so they err by at least 0.0030 eV/angstrom per atom on average; the grid cutoff is modest.

Settings: functional PBE; method Gaussian and plane waves; basis set DZVP-MOLOPT-SR-GTH; pseudopotentials GTH-PBE; grid cutoff 300 Ry, relative cutoff 40 Ry; k points Gamma only; occupations fixed; spin none; net charge 0.

Cell vectors (angstrom)
a 65.28 0 0
b 0 16.32 0
c 1.2024 1.9169 33.5022

Atoms and the computed forces on them: element, x, y, z (angstrom), force x, y, z (eV/angstrom)
Si 1.312 -1.174 0.218 0.464 -0.214 0.666
Si 4.073 1.8 0.253 0.058 -0.307 0.716
Si 1.891 3.988 0.353 -0.209 0.075 0.782
Si 3.985 7.134 0.087 0.148 -0.133 0.758
Si 1.802 -6.92 0.084 -0.161 0.099 0.764
Si 4.495 -4.233 0.343 -0.123 0.093 0.755
Si 6.995 -1.33 0.075 -0.237 0.173 0.705
Si 9.259 1.709 0.019 0.166 -0.106 0.775
Si 7.059 3.952 0.01 -0.112 0.201 0.764
Si 9.725 6.769 0.091 -0.159 0.179 0.731
Si 6.694 9.886 0.267 0.134 -0.186 0.778
Si 9.165 12.697 0.067 0.277 -0.239 0.848
Si 12.332 -1.498 0.065 -0.114 0.231 0.707
Si 15.15 1.16 0.053 -0.09 0.225 0.655
Si 11.943 4.519 -0.129 0.258 -0.243 0.708
Si 15.27 6.672 -0.01 -0.384 0.276 0.734
Si 12.24 9.699 0.01 -0.103 0.058 0.767
Si 14.671 -3.597 0.088 0.081 -0.212 0.824
Si 17.478 -0.985 0.085 0.114 -0.148 0.725
Si 20.585 1.411 0.115 0.086 -0.275 0.7
Si 17.514 4.424 -0.035 0.305 -0.34 0.735
Si 20.338 7.178 -0.031 0.183 -0.421 0.614
Si 17.964 -7.004 0.011 -0.305 0.258 0.697
Si 20.418 12.086 0.247 -0.153 0.278 0.669
Si 23.308 -1.779 0.028 -0.138 0.253 0.782
Si 25.757 1.306 0.371 -0.01 -0.007 0.389
Si 23.602 3.571 0.047 -0.068 0.098 0.685
Si 25.673 6.932 0.026 0.086 -0.184 0.646
Si 22.738 9.977 0.336 0.222 -0.353 0.713
Si 25.401 12.23 0.223 0.258 -0.038 0.646
Si 27.88 -0.977 0.131 0.079 0.028 0.728
Si 31.556 1.033 0.289 -0.391 0.091 0.81
Si 28.522 3.947 -0.18 -0.072 0.028 0.755
Si 31.099 6.884 0.115 0.14 -0.26 0.687
Si 28.715 8.989 0.153 -0.127 0.329 0.719
Si 31.18 12.072 -0.117 -0.161 0.11 0.635
Si 33.638 -1.308 0.154 0.24 -0.166 0.706
Si 36.252 1.486 0.209 0.137 -0.085 0.753
Si 34.076 3.71 0.222 -0.093 0.131 0.774
Si 36.87 6.332 -0.018 -0.065 0.188 0.699
Si 33.413 9.811 -0.082 0.169 -0.006 0.743
Si 36.802 11.831 0 -0.163 0.341 0.696
Si 39.636 -1.727 0.053 -0.131 0.116 0.741
Si 42.321 1.044 0.275 -0.135 0.066 0.8
Si 39.013 4.029 0.065 0.258 -0.031 0.704
Si -22.923 6.358 -0.1 -0.18 0.153 0.719
Si 39.118 9.656 0.117 0.16 -0.202 0.732
Si -23.423 12.398 0.148 0.11 -0.065 0.747
Si -20.744 -1.156 -0.006 0.297 -0.291 0.744
Si -17.431 0.979 0.217 -0.088 0.141 0.747
Si -20.719 4.117 0.075 0.246 -0.025 0.712
Si -17.931 7.037 0.016 0.094 -0.211 0.754
Si -20.209 9.199 0.013 -0.148 0.154 0.779
Si -17.714 12.144 -0.071 -0.044 0.04 0.759
Si -15.162 -1.13 0.225 -0.017 -0.206 0.7
Si -12.637 1.589 0.093 0.367 -0.162 0.663
Si -14.855 3.865 0.16 -0.221 0.216 0.666
Si -12.45 6.892 0.287 0.082 -0.098 0.734
Si -14.546 9.171 0.034 -0.329 0.226 0.784
Si -11.887 11.884 0.057 -0.148 0.089 0.777
Si -9.179 -1.704 -0.189 -0.18 0.256 0.656
Si -6.907 1.749 0.087 0.038 -0.216 0.711
Si -9.192 3.917 0.008 -0.267 0.157 0.675
Si -6.468 6.628 0.033 -0.128 0.201 0.777
Si -9.782 -6.739 -0.02 0.238 -0.028 0.728
Si -6.946 -4.003 -0.2 0.221 -0.165 0.635
Si -3.597 -1.614 -0.06 -0.101 0.085 0.701
Si -0.766 1.254 -0.012 -0.497 0.328 0.529
Si -4.282 4.412 0.159 0.185 -0.048 0.775
Si -1.295 7.193 0.235 0.043 -0.255 0.701
Si -3.502 -6.942 -0.064 -0.312 0.135 0.704
Si -1.234 -3.716 0.003 0.048 -0.282 0.712
Si 2.917 0.086 1.398 0.011 0.008 -0.088
Si 5.602 2.918 1.556 0.028 0.018 -0.041
Si 2.969 5.607 1.575 0.013 0.031 -0.04
Si 5.532 8.253 1.455 -0.012 0.015 -0.056
Si 2.884 -5.41 1.526 -0.015 -0.023 -0.077
Si 5.564 -2.545 1.502 0.001 0.005 -0.071
Si 8.186 0.167 1.429 0.005 -0.009 -0.069
Si 10.902 2.868 1.244 -0.006 0.028 -0.064
Si 8.2 5.53 1.357 0.016 -0.017 -0.05
Si 10.858 8.374 1.383 0.03 -0.044 -0.042
Si 8.226 11.083 1.509 0.021 0.02 -0.063
Si 10.84 -2.65 1.416 -0.022 0.005 -0.037
Si 13.551 0.07 1.362 0.008 -0.022 -0.033
Si 16.354 2.796 1.259 0.022 -0.001 -0.017
Si 13.593 5.559 1.218 0.012 0.017 -0.017
Si 16.356 -8.084 1.342 0.017 0.011 -0.051
Si 13.648 -5.319 1.357 -0.011 0.048 -0.083
Si 16.299 -2.559 1.4 0.015 -0.001 -0.052
Si 19.132 0.037 1.399 -0.005 0.016 -0.076
Si 21.916 2.7 1.476 0.04 0.029 -0.067
Si 19.173 5.494 1.243 0.004 0.027 -0.037
Si 21.762 8.203 1.472 0.018 0.017 -0.004
Si 18.884 10.91 1.484 -0.003 -0.026 -0.049
Si 21.7 -2.716 1.475 0.042 -0.004 -0.081
Si 24.332 -0.151 1.466 -0.024 -0.038 -0.024
Si 27.153 2.813 1.432 0.069 -0.023 -0.04
Si 24.421 5.415 1.333 -0.022 -0.037 -0.052
Si 27.198 7.911 1.522 -0.048 -0.019 -0.03
Si 24.325 10.894 1.758 0.046 0.023 0
Si 26.964 -2.747 1.407 -0.003 0.005 -0.057
Si 29.699 0.011 1.326 0.02 -0.008 -0.035
Si 32.63 2.564 1.65 0.009 -0.006 -0.056
Si 29.932 5.204 1.3 -0.043 0.051 -0.044
Si 32.53 8.182 1.389 0.015 0.003 -0.035
Si 29.722 10.819 1.262 0.026 -0.007 -0.056
Si 32.406 -2.852 1.36 -0.01 -0.019 -0.051
Si 35.2 -0.147 1.48 -0.014 0.003 -0.072
Si 37.877 2.595 1.487 -0.004 0.015 -0.055
Si 35.27 5.341 1.393 0.02 -0.013 -0.057
Si 37.953 8 1.293 -0.014 -0.014 -0.046
Si 35.134 10.781 1.258 -0.017 -0.004 -0.037
Si 37.962 -2.841 1.274 0.006 -0.008 -0.056
Si 40.707 -0.151 1.449 0.013 0.008 -0.069
Si -21.805 2.633 1.509 0.004 0.003 -0.043
Si -24.573 5.263 1.218 -0.012 -0.011 -0.034
Si -21.834 8.011 1.239 0.02 0.001 -0.05
Si -24.573 10.795 1.396 -0.006 0.012 -0.055
Si -21.833 -2.739 1.381 -0.01 0.004 -0.049
Si -19.083 -0.168 1.377 -0.033 0.008 -0.024
Si -16.379 2.669 1.453 0.004 -0.021 -0.041
Si -19.093 5.376 1.268 0.002 0.003 -0.058
Si -16.311 8.174 1.283 0.028 0.005 -0.019
Si -19.119 10.854 1.309 0.017 -0.057 -0.059
Si -16.324 -2.848 1.321 -0.034 0.032 -0.044
Si -13.6 0.005 1.498 -0.024 -0.019 -0.032
Si -10.873 2.727 1.236 -0.001 0.012 -0.043
Si -13.667 5.367 1.508 -0.011 -0.013 -0.03
Si -10.87 8.135 1.458 -0.012 -0.003 -0.059
Si -13.494 10.788 1.378 0.006 -0.006 -0.052
Si -10.749 -2.766 1.243 -0.012 0.006 -0.05
Si -8.083 -0.019 1.14 -0.012 -0.004 -0.036
Si -5.382 2.836 1.473 -0.013 -0.006 -0.068
Si -8.059 5.484 1.353 0.018 0.004 -0.046
Si -5.237 8.263 1.203 0.04 -0.008 -0.053
Si -8.115 -5.515 1.196 -0.023 0 -0.054
Si -5.296 -2.795 1.114 -0.03 -0.003 -0.028
Si -2.566 0.13 1.18 0.03 -0.009 -0.034
Si 0.19 2.827 1.44 -0.048 0.033 -0.05
Si -2.582 5.549 1.359 0.033 -0.014 -0.067
Si 0.226 8.354 1.518 0.045 -0.005 -0.031
Si -2.451 -5.336 1.275 0.012 0.031 -0.055
Si 0.171 -2.682 1.537 -0.04 0.006 -0.05
Si 1.521 1.424 2.788 0.031 0.013 0.025
Si 4.282 4.253 2.931 -0.016 -0.014 0.037
Si 1.49 6.895 2.852 -0.015 -0.016 0.016
Si 4.206 9.562 2.895 0.014 0.001 0.044
Si 1.511 -4.049 2.848 0.006 -0.002 -0.005
Si 4.187 -1.24 2.834 -0.003 0.008 0.031
Si 6.877 1.465 2.862 -0.009 -0.03 0.019
Si 9.582 4.178 2.72 0.011 -0.016 0.038
Si 6.887 6.872 2.772 -0.017 0.008 -0.007
Si 9.559 9.666 2.818 0.001 0.014 -0.004
Si 6.891 12.409 2.887 -0.02 -0.02 0.059
Si 9.565 -1.215 2.776 -0.003 -0.001 0.013
Si 12.239 1.501 2.667 -0.035 -0.007 -0.002
Si 14.946 4.152 2.621 -0.004 -0.006 0.006
Si 12.289 6.943 2.658 -0.015 -0.006 0.018
Si 15.002 -6.707 2.708 -0.028 -0.023 0.003
Si 12.231 -4.03 2.754 0.01 0.012 0.029
Si 14.928 -1.244 2.783 -0.01 0 0.035
Si 17.721 1.459 2.688 -0.009 -0.001 0.031
Si 20.453 4.118 2.69 -0.023 -0.02 0.004
Si 17.748 6.831 2.679 0.041 0.026 0.014
Si 20.323 9.548 2.818 0 0.016 0.019
Si 17.565 12.318 2.783 -0.003 0.026 0
Si 20.361 -1.349 2.821 0.012 0.012 0.029
Si 23.07 1.251 2.868 0.003 -0.003 0.025
Si 25.784 4.135 2.794 -0.002 0.024 -0.012
Si 23.07 6.748 2.76 0.009 -0.008 0.001
Si 25.801 9.393 2.814 0.01 -0.032 -0.008
Si 22.975 12.296 2.995 -0.041 0.036 0.039
Si 25.687 -1.441 2.876 -0.011 0.013 0.018
Si 28.495 1.407 2.78 -0.013 -0.011 0.02
Si 31.215 3.978 2.822 -0.017 0.003 0.005
Si 28.583 6.562 2.794 0.015 -0.029 0.029
Si 31.122 9.511 2.721 -0.028 0 0.021
Si 28.407 12.193 2.677 0.017 -0.006 0.001
Si 31.055 -1.43 2.69 0.015 0.021 0.022
Si 33.953 1.194 2.946 0.02 0.001 0.06
Si 36.586 4.005 2.832 -0.008 -0.002 0.048
Si 33.922 6.781 2.69 -0.003 -0.016 -0.003
Si 36.533 9.383 2.622 0.014 0.021 -0.001
Si 33.857 12.164 2.692 0.008 0.003 0.015
Si 36.658 -1.483 2.703 0.027 -0.023 0.011
Si 39.331 1.247 2.741 0.027 0.018 0.008
Si -23.244 4 2.729 -0.014 0.021 0.03
Si -25.887 6.686 2.627 0.008 -0.017 0.018
Si -23.165 9.397 2.635 0.018 -0.002 -0.004
Si -25.963 12.157 2.718 0.003 0.032 0.04
Si -23.177 -1.441 2.811 0 -0.003 0.046
Si -20.375 1.27 2.759 0.013 -0.021 0.017
Si -17.762 4.057 2.708 -0.003 0.015 0.008
Si -20.455 6.723 2.663 0.012 0.01 0.041
Si -17.666 9.542 2.651 -0.016 -0.014 0.043
Si -20.471 12.182 2.686 0.018 0.023 -0.003
Si -17.718 -1.524 2.718 0.034 0.015 0.029
Si -14.959 1.372 2.826 -0.019 0.01 0.035
Si -12.167 4.05 2.727 0.006 0 0.02
Si -15.047 6.787 2.742 -0.01 0.018 0.009
Si -12.195 9.489 2.817 -0.006 0.009 0.053
Si -14.905 12.175 2.663 -0.001 -0.02 -0.008
Si -12.141 -1.418 2.638 0.019 -0.016 -0.003
Si -9.488 1.312 2.563 0.012 0.014 -0.012
Si -6.751 4.167 2.798 -0.003 0.014 0.055
Si -9.43 6.805 2.712 -0.015 -0.027 0.024
Si -6.679 -6.78 2.573 -0.004 -0.015 0.005
Si -9.406 12.207 2.632 -0.003 -0.021 0.034
Si -6.661 -1.365 2.499 0.007 -0.016 0.005
Si -3.95 1.396 2.635 0.02 -0.025 0
Si -1.257 4.155 2.716 0.01 0.019 0.026
Si -3.95 6.916 2.697 -0.035 0.032 0.031
Si -1.18 -6.626 2.792 -0.043 -0.002 0.017
Si -3.961 -4.068 2.594 0.012 0.019 0.018
Si -1.261 -1.218 2.709 0.004 0.044 0.006
Si 0.115 0.082 4.113 -0.007 -0.026 0.013
Si 2.855 2.814 4.154 0.003 -0.013 -0.018
Si 0.092 5.498 4.118 -0.005 0.004 0.007
Si 2.835 8.225 4.236 0.008 0.004 -0.025
Si 0.129 -5.337 4.211 0.001 -0.016 0.026
Si 2.842 -2.635 4.167 0 -0.002 -0.013
Si 5.534 0.096 4.209 0.016 0.011 -0.007
Si 8.281 2.82 4.16 0.004 0.024 -0.019
Si 5.613 5.576 4.263 0.012 0.006 0.017
Si 8.229 8.249 4.136 -0.015 0.009 0.005
Si 5.551 10.98 4.203 -0.023 0.007 -0.009
Si 8.268 -2.578 4.208 0.014 0.001 -0.021
Si 10.945 0.131 4.109 0.005 0 0.007
Si 13.626 2.813 4.054 0.017 0.015 0.001
Si 10.955 5.552 4.063 -0.006 0.023 -0.026
Si 13.648 -8.079 4.077 0.004 -0.001 0.003
Si 10.944 -5.361 4.187 0.015 0.015 -0.002
Si 13.596 -2.653 4.123 0.016 -0.023 -0.012
Si 16.337 0.109 4.094 0.031 -0.009 -0.016
Si 19.055 2.788 4.085 0.004 0.002 0.005
Si 16.332 5.484 4.025 0.004 -0.009 -0.018
Si 19.002 8.166 4.159 -0.015 -0.002 0.005
Si 16.279 10.941 4.16 0.005 -0.021 0.028
Si 18.98 -2.704 4.154 0.014 -0.022 0
Si 21.676 -0.015 4.239 0.016 -0.01 -0.015
Si 24.449 2.69 4.136 -0.028 0.024 -0.029
Si 21.715 5.444 4.149 -0.021 0.011 0.04
Si 24.417 8.086 4.166 -0.012 0 -0.007
Si 21.633 10.874 4.249 0.006 -0.026 0.017
Si 24.367 -2.712 4.311 -0.02 0.017 0.016
Si 27.11 -0.008 4.117 0.003 -0.011 -0.041
Si 29.842 2.673 4.202 -0.012 -0.005 -0.012
Si 27.151 5.375 4.217 0.03 0.006 0.004
Si 29.839 8.085 4.097 0.01 0.01 0
Si 27.113 10.832 4.122 -0.002 0.011 -0.019
Si 29.769 -2.797 4.088 -0.012 -0.01 0
Si 32.463 -0.14 4.136 -0.021 0.011 -0.021
Si 35.282 2.636 4.212 0.014 0 0.008
Si 32.567 5.418 4.082 0.025 0.01 0.017
Si 35.257 8.09 4.092 0.012 0.008 0.017
Si 32.517 10.826 4.087 0.003 -0.016 -0.008
Si 35.252 -2.813 4.048 -0.025 0.006 -0.002
Si 37.989 -0.112 4.091 -0.021 0.003 -0.002
Si -24.582 2.634 4.08 0.001 0.002 0.007
Si -27.252 5.381 4.068 0 0 -0.015
Si -24.546 8.066 4.003 -0.013 -0.023 -0.002
Si -27.353 10.765 4 -0.008 -0.007 -0.015
Si -24.572 -2.824 4.092 -0.012 -0.003 -0.011
Si -21.79 -0.055 4.102 -0.016 -0.009 -0.018
Si -19.063 2.674 4.089 -0.009 0.002 0.012
Si -21.833 5.382 4.035 0.015 -0.013 -0.013
Si -19.058 8.127 3.98 -0.003 -0.002 -0.027
Si -21.825 10.787 4.007 -0.007 -0.004 0.017
Si -19.09 -2.823 4.081 0 0.006 0.001
Si -16.353 -0.076 4.051 -0.01 -0.003 -0.025
Si -13.545 2.718 4.106 -0.007 0.012 0.002
Si -16.384 5.408 4.07 0.012 -0.017 0.008
Si -13.616 8.118 4.083 0.002 0.008 -0.012
Si -16.298 10.855 4.039 -0.005 -0.01 -0.004
Si -13.541 -2.756 3.994 0.005 0 0.022
Si -10.808 -0.023 3.989 0.002 0.023 0.002
Si -8.142 2.698 3.992 -0.011 -0.007 -0.004
Si -10.811 5.437 4.052 -0.025 -0.006 0.009
Si -8.036 8.194 3.997 0.003 0.022 -0.008
Si -10.791 10.9 4.051 0.01 0.006 -0.008
Si -8.027 -2.706 3.934 -0.004 -0.005 -0.026
Si -5.347 0.003 3.94 -0.012 -0.007 0.004
Si -2.62 2.763 4.039 0.01 0.004 0.003
Si -5.333 5.543 4.068 0.02 -0.01 -0.013
Si -2.59 8.266 4.063 0.007 -0.015 -0.011
Si -5.337 -5.412 3.968 0.016 -0.006 0.001
Si -2.645 -2.649 3.994 0.011 -0.007 -0.011
Si 1.391 -1.381 16.324 -0.003 0.009 -0.005
Si 4.134 1.391 16.301 -0.007 0.006 -0.007
Si 1.381 4.159 16.235 -0.005 0.01 -0.019
Si 4.165 6.928 16.314 0.014 0.018 -0.014
Si 1.461 -6.677 16.286 0.006 -0.017 -0.012
Si 4.106 -4.045 16.404 -0.012 -0.014 0.005
Si 6.834 -1.36 16.387 0.003 0 -0.005
Si 9.578 1.41 16.484 0.007 0.021 0.001
Si 6.903 4.12 16.394 0.006 0.008 0
Si 9.55 6.84 16.514 -0.009 -0.003 -0.005
Si 6.808 9.571 16.489 -0.007 -0.007 0.008
Si 9.51 -4.091 16.475 -0.008 -0.002 0
Si 12.239 -1.347 16.524 -0.004 0.006 -0.004
Si 14.938 1.378 16.506 0.002 0.009 -0.009
Si 12.207 4.107 16.554 0 -0.002 0.004
Si 14.92 -9.54 16.594 -0.005 0.003 -0.003
Si 12.237 -6.818 16.551 -0.015 -0.004 -0.004
Si 14.971 -4.089 16.557 0.01 0.008 -0.012
Si 17.65 -1.367 16.516 -0.021 -0.006 -0.002
Si 20.397 1.345 16.554 -0.003 0.005 -0.001
Si 17.671 4.081 16.584 0.007 0.003 -0.003
Si 20.382 6.791 16.558 0.011 -0.004 -0.003
Si 17.653 9.492 16.572 0.002 -0.005 -0.001
Si 20.386 -4.116 16.512 -0.019 0.017 0.005
Si 23.102 -1.37 16.497 0.006 -0.014 -0.007
Si 25.843 1.306 16.384 0.008 -0.013 -0.008
Si 23.095 4.077 16.467 0.007 -0.008 0.004
Si 25.834 6.736 16.431 -0.003 -0.005 -0.014
Si 23.089 9.497 16.511 0 -0.005 -0.002
Si 25.764 -4.111 16.421 -0.02 -0.009 -0.022
Si 28.543 -1.38 16.36 -0.005 -0.007 0.007
Si 31.301 1.354 16.309 0.016 -0.006 0
Si 28.563 4.04 16.388 -0.006 -0.003 -0.005
Si 31.281 6.751 16.295 0 0.008 -0.005
Si 28.515 9.459 16.339 -0.003 -0.004 -0.009
Si 31.253 -4.113 16.288 -0.013 -0.01 -0.007
Si 33.976 -1.374 16.26 0.019 -0.015 -0.003
Si 36.735 1.364 16.232 0.003 0.018 -0.009
Si 33.995 4.069 16.295 -0.006 0.003 0.003
Si 36.671 6.753 16.249 -0.007 -0.005 -0.014
Si 33.991 9.481 16.295 0.006 0.001 -0.001
Si 36.688 -4.131 16.227 -0.001 -0.002 -0.013
Si 39.442 -1.358 16.222 0.019 0.003 -0.003
Si -23.146 1.345 16.18 0.007 0.002 -0.013
Si -25.878 4.059 16.227 0.007 -0.012 0.004
Si -23.122 6.78 16.243 0.008 -0.004 0.004
Si -25.867 9.504 16.227 -0.007 0.011 -0.004
Si -23.138 -4.09 16.187 0.001 0 -0.006
Si -20.389 -1.392 16.161 0.011 0.001 -0.012
Si -17.639 1.37 16.196 0.003 0.003 -0.002
Si -20.409 4.094 16.227 0.004 -0.004 -0.006
Si -17.679 6.812 16.2 0.01 -0.01 0.007
Si -20.397 9.531 16.197 -0.003 0.009 -0.001
Si -17.687 -4.078 16.213 -0.002 -0.003 -0.006
Si -14.957 -1.34 16.222 0.022 -0.009 0
Si -12.247 1.371 16.238 -0.015 -0.006 0
Si -14.904 4.097 16.199 0.013 0.014 -0.009
Si -12.217 6.781 16.197 0.001 -0.001 -0.01
Si -14.956 9.552 16.204 -0.002 0.01 -0.005
Si -12.246 -4.089 16.226 0.008 0.006 -0.014
Si -9.548 -1.367 16.239 -0.011 -0.008 -0.005
Si -6.782 1.366 16.213 -0.007 0.024 -0.003
Si -9.536 4.086 16.201 0.003 0.006 -0.008
Si -6.803 6.84 16.176 0.004 -0.012 -0.002
Si -9.514 9.538 16.232 -0.005 0.018 -0.005
Si -6.8 -4.072 16.254 -0.007 -0.004 -0.006
Si -4.067 -1.336 16.27 0.003 -0.009 0.016
Si -1.348 1.357 16.219 -0.004 0.015 -0.005
Si -4.041 4.107 16.162 -0.005 -0.018 -0.005
Si -1.301 6.883 16.251 -0.007 0.01 0.005
Si -4.053 9.598 16.238 0.008 0.022 -0.004
Si -1.326 -3.992 16.294 0.018 -0.024 0.003
Si 2.82 -0.048 17.609 -0.003 -0.002 -0.007
Si 5.503 2.74 17.651 0.004 -0.014 0.036
Si 2.732 5.583 17.535 -0.034 0.011 -0.024
Si 5.43 8.223 17.849 -0.015 -0.016 0.031
Si 2.7 -5.328 17.797 -0.027 0.012 0.015
Si 5.499 -2.731 17.767 0.011 0.013 0.015
Si 8.205 -0.021 17.729 -0.004 -0.01 0.01
Si 10.854 2.773 17.966 -0.017 0.004 -0.002
Si 8.203 5.459 17.855 0.005 -0.003 0.013
Si 10.863 8.171 17.957 0.023 -0.006 0.02
Si 8.136 10.924 17.899 0.001 0.005 0.002
Si 10.88 -2.774 17.835 0.001 0.008 0.006
Si 13.567 0.057 17.885 -0.001 -0.008 -0.007
Si 16.27 2.711 17.909 0.001 0.015 0.005
Si 13.503 5.458 17.98 -0.002 0.007 0.011
Si 16.295 -8.203 17.964 -0.006 -0.011 -0.004
Si 13.622 -5.488 17.907 0.009 0.008 0.004
Si 16.307 -2.702 17.927 0.014 -0.008 -0.007
Si 19.012 -0.038 17.893 0.009 0.007 0.001
Si 21.769 2.749 17.888 -0.007 -0.002 -0.007
Si 19.046 5.438 17.969 0.003 -0.03 0.005
Si 21.772 8.128 17.923 0.006 0.005 0.005
Si 19.047 10.845 17.91 0.005 -0.003 0.011
Si 21.76 -2.76 17.863 0.012 0.002 -0.007
Si 24.506 0.009 17.818 -0.002 -0.017 -0.002
Si 27.24 2.616 17.728 0.016 0.016 -0.006
Si 24.514 5.367 17.829 0.001 0.002 0.015
Si 27.208 8.099 17.759 0.005 0.005 0.007
Si 24.447 10.865 17.87 -0.006 0.038 0.02
Si 27.12 -2.702 17.703 0.004 0.017 0.002
Si 29.99 -0.035 17.658 -0.013 0.002 -0.001
Si 32.648 2.734 17.676 0.005 -0.005 0.017
Si 29.958 5.422 17.704 -0.007 -0.011 0.003
Si 32.655 8.088 17.64 0.008 0.013 0.015
Si 29.882 10.846 17.625 0.002 -0.003 -0.002
Si 32.633 -2.753 17.616 -0.007 0.019 -0.007
Si 35.339 0.042 17.553 -0.011 -0.007 -0.001
Si 38.093 2.693 17.633 -0.008 -0.007 -0.001
Si 35.363 5.4 17.672 0.004 0.025 0.021
Si 37.995 8.169 17.55 -0.006 0.016 -0.027
Si 35.358 10.849 17.646 0.011 -0.006 -0.004
Si 38.06 -2.746 17.51 -0.004 -0.005 0.001
Si 40.799 0.02 17.588 -0.009 -0.012 -0.003
Si -21.807 2.711 17.523 0.009 0.014 0.021
Si -24.532 5.429 17.569 0.012 0.003 0.01
Si -21.735 8.169 17.56 0.001 0.011 -0.017
Si -24.473 10.861 17.552 -0.005 -0.006 0.019
Si -21.801 -2.694 17.518 -0.005 0.009 -0.009
Si -18.976 -0.064 17.483 -0.003 -0.01 -0.007
Si -16.26 2.749 17.541 0.016 -0.014 -0.012
Si -19.046 5.479 17.576 -0.011 0.015 0.006
Si -16.322 8.192 17.534 0.005 0.022 0.006
Si -19.056 10.891 17.575 0.005 -0.004 0.016
Si -16.316 -2.715 17.563 -0.012 0.017 -0.004
Si -13.631 0.035 17.608 -0.016 0.006 -0.004
Si -10.886 2.734 17.595 -0.007 0.009 0.004
Si -13.549 5.437 17.593 -0.014 -0.005 0.009
Si -10.869 8.137 17.551 0.016 -0.036 -0.003
Si -13.621 10.904 17.605 -0.009 0.01 0.009
Si -10.897 -2.756 17.604 0.008 -0.01 0.002
Si -8.173 0.008 17.554 0.027 0.004 -0.028
Si -5.402 2.761 17.51 0.006 0.015 0.011
Si -8.192 5.49 17.509 -0.003 0.001 0.005
Si -5.439 8.203 17.513 -0.024 0.006 -0.026
Si -8.169 -5.427 17.619 -0.003 -0.01 -0.003
Si -5.472 -2.682 17.611 -0.008 -0.024 -0.02
Si -2.649 -0.025 17.624 0.038 -0.022 0.006
Si -0.006 2.764 17.511 -0.001 0.007 0.01
Si -2.677 5.455 17.513 0.011 -0.001 0.002
Si 0.121 -8.064 17.567 0.004 0.012 -0.008
Si -2.718 -5.328 17.611 -0.04 -0.014 0.012
Si 0.008 -2.684 17.751 0.009 -0.003 -0.009
Si 1.351 1.325 18.746 -0.014 -0.021 -0.052
Si 4.105 4.23 18.802 0.033 0.006 -0.047
Si 1.469 6.937 18.978 0.042 0.001 -0.03
Si 4.012 -6.696 19.181 0.006 -0.012 -0.041
Si 1.352 -3.949 19.234 0.026 -0.008 -0.006
Si 4.16 -1.361 19.083 0.004 -0.002 -0.017
Si 6.815 1.318 19.026 -0.017 -0.019 -0.03
Si 9.48 4.142 19.371 0.011 0 0.01
Si 6.813 6.804 19.181 -0.026 -0.004 -0.041
Si 9.479 9.562 19.28 -0.001 0.009 -0.004
Si 6.76 -4.044 19.29 0.002 0.002 0.004
Si 9.489 -1.415 19.139 -0.038 0.002 -0.026
Si 12.217 1.382 19.313 0.012 -0.005 -0.002
Si 14.861 4.037 19.282 -0.015 -0.011 -0.035
Si 12.12 6.789 19.433 0.002 -0.012 -0.019
Si 14.894 -6.889 19.339 -0.014 -0.002 0.004
Si 12.248 -4.122 19.22 -0.007 0.009 -0.024
Si 14.899 -1.305 19.246 0.011 0.005 -0.041
Si 17.638 1.33 19.246 -0.008 -0.015 -0.032
Si 20.429 4.072 19.332 -0.004 0.038 -0.029
Si 17.65 -9.558 19.358 0.008 0.008 -0.005
Si 20.4 9.484 19.316 -0.005 -0.003 -0.027
Si 17.693 -4.093 19.261 0.007 -0.008 -0.035
Si 20.396 -1.42 19.226 -0.043 -0.015 -0.032
Si 23.229 1.442 19.194 0.047 0.01 -0.044
Si 25.886 3.916 19.123 -0.043 -0.015 -0.037
Si 23.213 6.753 19.23 -0.004 -0.003 -0.021
Si 25.861 9.454 19.133 -0.015 -0.011 -0.02
Si 23.106 -4.079 19.291 0.007 -0.01 -0.011
Si 25.842 -1.365 19.186 0.003 0.024 -0.002
Si 28.682 1.297 19.051 -0.016 0 -0.023
Si 31.325 4.095 19.084 0.025 0 -0.008
Si 28.613 6.748 19.094 0.014 0.008 -0.01
Si 31.26 9.46 18.924 -0.024 -0.012 -0.041
Si 28.502 -4.095 18.937 0.019 -0.014 -0.041
Si 31.356 -1.379 19.015 0.003 0.009 -0.018
Si 34.058 1.4 18.994 -0.003 0.017 -0.009
Si 36.735 4.021 19.02 -0.009 -0.004 -0.023
Si 34.023 6.767 19.054 -0.027 -0.001 -0.014
Si 36.683 9.463 19.017 0.001 -0.012 -0.014
Si 33.986 -4.094 18.967 0.003 -0.012 -0.008
Si 36.701 -1.351 18.81 0.027 -0.016 -0.038
Si 39.475 1.358 19.007 0.004 0.038 -0.008
Si -23.2 4.037 18.912 -0.011 -0.056 -0.011
Si 39.364 6.848 18.864 0.011 -0.016 -0.019
Si -23.093 9.512 18.915 -0.003 0.012 -0.018
Si 39.413 -4.096 18.856 -0.012 0.018 -0.036
Si 42.151 -1.345 18.926 0.02 -0.017 -0.022
Si -20.4 1.269 18.729 -0.045 -0.003 -0.038
Si -17.624 4.117 18.852 0.016 0.019 -0.009
Si -20.389 6.853 18.965 0.013 0.014 0.002
Si -17.705 9.496 18.925 0.021 -0.005 -0.035
Si -20.438 -4.008 18.864 0.007 -0.021 -0.018
Si -17.588 -1.305 18.942 0.006 0.023 -0.007
Si -14.933 1.463 19 0.005 0.012 -0.017
Si -12.178 4.11 19.013 0.001 0.001 -0.003
Si -14.934 6.853 18.867 0.013 0.002 -0.042
Si -12.258 9.469 18.875 -0.011 0.002 -0.011
Si -15.036 -4.084 18.976 0 -0.015 -0.021
Si -12.331 -1.422 18.911 -0.007 -0.022 -0.016
Si -9.522 1.345 18.918 -0.012 0.025 0.002
Si -6.824 4.121 18.795 0.014 -0.024 -0.047
Si -9.498 6.825 18.952 0.001 0.006 -0.019
Si -6.787 9.497 18.929 -0.006 -0.001 -0.013
Si -9.526 -4.08 19.012 -0.01 -0.005 -0.023
Si -6.876 -1.343 18.954 -0.001 -0.041 0.002
Si -4 1.418 18.836 -0.009 0.034 -0.018
Si -1.289 4.155 18.898 0.008 -0.001 -0.023
Si -4.077 6.813 18.791 0.011 -0.046 -0.027
Si -1.221 -6.651 18.836 0.025 0.051 -0.039
Si -4.109 -3.987 19.001 0.03 0.013 -0.009
Si -1.361 -1.365 19.145 -0.05 0.03 0.013
Si 0.133 0.077 20.307 0.013 -0.03 0.057
Si 2.789 2.707 19.886 0.034 -0.026 0.014
Si 0.19 5.464 20.222 -0.016 -0.014 0.063
Si 2.644 8.286 20.557 -0.033 -0.016 0.042
Si -0.098 -5.349 20.501 0.007 -0.001 0.049
Si 2.776 -2.529 20.569 -0.047 -0.028 0.072
Si 5.565 -0.074 20.457 0.051 -0.049 0.027
Si 8.015 2.669 20.485 0.019 0.003 0.062
Si 5.312 5.448 20.385 0.02 0.022 0.044
Si 8.081 8.197 20.617 -0.009 -0.007 0.036
Si 5.299 -5.358 20.633 -0.01 0.003 0.068
Si 8.153 -2.68 20.642 0.024 0.012 0.057
Si 10.831 -0.091 20.509 0.011 -0.027 0.043
Si 13.531 2.727 20.766 0.016 0.02 0.028
Si 10.727 5.485 20.945 -0.003 0.015 0.024
Si 13.518 8.136 20.816 -0.021 -0.009 0.066
Si 10.896 10.892 20.639 -0.006 -0.009 0.03
Si 13.519 -2.683 20.567 -0.016 0.013 0.043
Si 16.272 0.005 20.651 0.002 0.011 0.004
Si 18.946 2.722 20.616 0.005 0.028 0.033
Si 16.198 5.395 20.648 -0.029 -0.001 0.053
Si 19.021 -8.205 20.729 0.03 0.031 0.056
Si 16.288 -5.491 20.585 0.032 0.01 0.042
Si 19.123 -2.805 20.679 0.033 -0.006 0.003
Si 21.773 0.092 20.374 -0.029 0.011 0.027
Si 24.639 2.637 20.717 0.022 -0.027 0.04
Si 21.922 5.373 20.661 0.002 -0.026 0.057
Si 24.633 8.1 20.602 -0.014 -0.024 0.054
Si 21.79 10.853 20.705 -0.023 0.011 0.031
Si 24.475 -2.688 20.631 -0.016 -0.003 0.069
Si 27.385 -0.064 20.443 0.021 -0.02 0.004
Si 30.006 2.7 20.417 -0.033 -0.024 0.063
Si 27.341 5.238 20.36 0.027 -0.031 0.04
Si 29.983 8.14 20.405 0.001 0.022 0.041
Si 27.251 10.841 20.375 0.014 0.006 0.039
Si 29.892 -2.741 20.225 -0.004 0.014 0.029
Si 32.756 0.006 20.336 0.019 -0.017 0.058
Si 35.416 2.675 20.466 0.003 0.009 0.022
Si 32.709 5.395 20.481 0.005 0.013 0.028
Si 35.329 8.159 20.463 0.001 0.012 0.074
Si 32.606 10.827 20.249 -0.002 -0.003 0.026
Si 35.346 -2.638 20.2 -0.018 0.019 0.041
Si 38.055 -0.059 20.209 -0.018 0.001 0.072
Si 40.778 2.717 20.449 0.014 0.013 0.056
Si 38.078 5.489 20.266 0.016 0.002 0.06
Si 40.723 8.184 20.21 0.01 0.001 0.049
Si 38.098 10.85 20.255 0.009 -0.011 0.049
Si 40.724 -2.692 20.209 -0.026 0.006 0.073
Si 43.572 0.005 20.223 0.018 0.014 0.078
Si -19.022 2.645 19.976 0.038 -0.035 0.01
Si -21.852 5.482 20.172 -0.018 0.066 0.025
Si -19.01 8.172 20.393 -0.007 -0.017 0.053
Si -21.755 10.941 20.244 0.001 -0.005 0.026
Si -19.051 -2.643 20.185 0.007 -0.007 0.037
Si -16.302 0.136 20.382 -0.023 -0.016 0.024
Si -13.541 2.786 20.422 -0.004 0.002 0.023
Si -16.301 5.52 20.209 -0.009 0.007 0.067
Si -13.597 8.189 20.293 -0.05 -0.001 0.079
Si -16.389 10.851 20.323 -0.022 -0.009 0.084
Si -13.746 -2.708 20.364 -0.006 0.02 0.057
Si -10.915 -0.061 20.19 0.009 0.023 0.034
Si -8.171 2.778 20.188 0 0.031 0.054
Si -10.806 5.493 20.381 0.018 0.005 0.06
Si -8.096 8.115 20.338 -0.001 -0.012 0.055
Si -10.907 -5.594 20.26 0.012 0.016 0.042
Si -8.2 -2.647 20.439 -0.023 0.043 0.016
Si -5.462 0.11 20.093 -0.019 0.014 0.044
Si -2.639 2.76 20.218 -0.018 -0.001 0.034
Si -5.478 5.492 20.135 -0.036 0.023 0.044
Si -2.536 -8.192 19.921 0.024 -0.024 -0.016
Si -5.45 -5.443 20.271 -0.004 0.014 -0.003
Si -2.847 -2.668 20.538 0.009 0.014 0.058
Si 1.854 -0.682 21.758 -0.113 -0.159 -0.71
Si 4.106 1.471 21.315 0.075 -0.056 -0.487
Si 1.438 3.804 21.352 0.042 0.327 -0.589
Si 4.276 7.082 21.75 -0.142 -0.026 -0.687
Si 0.864 -7.02 21.844 0.44 0.293 -0.757
Si 3.898 -4.006 22.023 0.141 0.012 -0.851
Si 7.073 -1.092 22.044 -0.261 -0.237 -0.801
Si 9.245 1.091 21.71 -0.061 0.117 -0.715
Si 6.229 3.695 21.642 0.052 -0.02 -0.639
Si 9.496 7.195 22.234 -0.147 -0.4 -0.662
Si 6.47 -6.977 21.87 0.086 0.168 -0.736
Si 9.771 -3.828 21.912 -0.165 -0.055 -0.732
Si 11.951 -1.585 21.97 0.166 0.121 -0.73
Si 15.125 1.536 22.06 -0.163 -0.173 -0.733
Si 12.424 4.313 22.179 -0.227 -0.111 -0.745
Si 14.695 6.512 22.094 0.044 0.167 -0.739
Si 11.889 9.32 22.104 0.299 0.125 -0.719
Si 15.119 -3.857 21.787 -0.266 -0.323 -0.653
Si 17.436 -1.671 21.819 0.294 0.344 -0.707
Si 20.45 1.391 21.778 -0.146 0.023 -0.672
Si 17.303 3.801 21.946 0.134 0.029 -0.718
Si 20.762 -9.321 21.891 -0.227 -0.25 -0.749
Si 17.812 -6.583 21.996 -0.071 -0.23 -0.773
Si 20.144 -4.454 22.112 0.253 0.302 -0.682
Si 23.01 -1.189 21.821 0.281 -0.101 -0.674
Si 26.372 1.428 21.89 -0.306 -0.079 -0.624
Si 23.64 4.355 22.025 -0.252 -0.229 -0.781
Si 25.945 6.446 21.711 -0.033 0.252 -0.661
Si 23.022 9.244 21.919 0.282 0.243 -0.66
Si 26.151 -3.961 21.76 -0.385 -0.235 -0.596
Si 28.435 -1.729 21.748 0.3 0.385 -0.699
Si 31.351 1.285 21.677 0.116 0.158 -0.737
Si 28.467 3.765 21.839 0.139 0.125 -0.739
Si 31.556 7.013 21.735 -0.114 -0.163 -0.761
Si 28.898 9.798 21.666 -0.131 -0.154 -0.777
Si 31.027 -4.301 21.451 0.073 -0.006 -0.696
Si 34.365 -1.069 21.662 -0.134 -0.104 -0.785
Si 36.647 1.061 21.674 0.012 0.205 -0.689
Si 34.294 4.241 21.836 -0.332 -0.266 -0.732
Si 36.506 6.508 21.676 0.123 0.303 -0.801
Si 33.643 9.327 21.684 0.259 0.04 -0.723
Si 36.885 -3.855 21.387 -0.056 -0.171 -0.744
Si 39.079 -1.658 21.547 0.268 0.133 -0.805
Si 42.573 1.632 21.571 -0.358 -0.19 -0.649
Si 39.592 4.401 21.656 -0.025 -0.257 -0.687
Si 41.807 6.576 21.483 0.113 0.006 -0.709
Si 39.729 9.817 21.592 -0.167 -0.138 -0.717
Si 41.902 -4.222 21.471 0.151 0.043 -0.693
Si 45.203 -1.042 21.553 -0.151 -0.114 -0.741
Si -17.979 1.322 21.594 0.256 0.067 -0.623
Si -20.548 3.862 21.152 -0.046 0.157 -0.643
Si -17.376 7.002 21.702 -0.266 -0.09 -0.709
Si -20.177 9.854 21.581 -0.069 -0.195 -0.682
Si -18.003 -4.227 21.508 0.146 0.061 -0.687
Si -14.681 -0.952 21.707 -0.218 -0.258 -0.721
Si -12.305 1.13 21.578 0.049 0.308 -0.714
Si -14.659 4.547 21.536 -0.032 -0.321 -0.757
Si -12.365 6.717 21.658 0.256 0.191 -0.669
Si -15.203 9.277 21.633 0.052 0.167 -0.78
Si -12.189 -4.074 21.462 -0.392 -0.214 -0.641
Si -10.07 -1.697 21.652 0.602 0.433 -0.461
Si -6.549 1.671 21.415 -0.232 -0.162 -0.766
Si -9.206 4.29 21.639 -0.226 -0.075 -0.771
Si -6.971 6.501 21.665 0.153 0.239 -0.761
Si -9.252 9.7 21.609 -0.29 -0.327 -0.656
Si -7.047 -4.322 21.61 0.317 0.302 -0.635
Si -4.276 -1.086 21.643 0.186 -0.223 -0.671
Si -0.934 1.752 21.476 -0.322 -0.243 -0.744
Si -4.343 3.878 21.321 0.281 0.129 -0.818
Si -1.138 6.943 21.391 -0.094 -0.13 -0.735
Si -3.796 -6.797 21.207 -0.141 0.152 -0.565
Si -1.861 -4.423 21.83 0.29 0.236 -0.694
Si 3.899 1.019 25.486 -0.063 0.123 -0.064
Si 7.289 -4.94 -5.191 -0.002 -0.082 -0.046
Si 3.474 6.253 24.655 0.018 0.076 -0.123
Si 7.798 -7.698 -6.594 -0.016 0.064 0.08
Si 1.61 -0.68 24.748 -0.013 -0.023 -0.155
Si 7.686 4.142 24.238 0.032 -0.03 -0.069
Si 15.955 -7.884 24.241 -0.036 -0.07 -0.118
Si 17.753 4.802 24.85 -0.077 0.018 -0.144
Si 4.366 5.492 -7.103 -0.114 0.136 -0.098
Si 13.083 7.061 -4.498 0.014 -0.21 0.014
Si 11.967 -5.983 -6.784 0.019 0.051 -0.038
Si 5.869 -2.864 24.273 0.024 0.016 -0.085
Si 13.88 -0.401 24.185 0.014 -0.032 -0.086
Si 22.79 0.386 -5.16 -0.035 -0.015 0.024
Si 20.42 5.712 24.774 0.164 0.013 -0.05
Si 14.057 -7.861 -2.001 0.007 -0.088 0.037
Si 14.87 -3.127 24.562 0.053 0.015 -0.068
Si 14.049 -4.647 -5.21 -0.057 -0.026 0.056
Si 18.979 -0.343 24.014 0.03 0.023 -0.041
Si 23.422 3.353 -5.261 0 0.102 0.014
Si 30.509 7.332 -6.981 -0.052 0.04 0.046
Si 20.566 7.876 -5.738 0.089 -0.003 0.017
Si 22.043 -3.091 23.827 -0.125 -0.01 0.062
Si 21.058 -3.681 -6.783 -0.038 -0.049 0.063
Si 27.337 8.136 23.786 0.041 -0.071 -0.07
Si 29.249 7.197 26.081 0.097 0 -0.115
Si 21.857 3.107 23.99 0.024 0.032 0.026
Si 26.494 4.033 -4.979 -0.041 0.03 -0.001
Si 25.473 -3.143 -4.507 0.074 0.134 0.068
Si 24.859 -3.618 24.243 0.046 0.015 0.018
Si 30.938 2.019 -4.934 0.075 0.01 0.048
Si -29.355 2.782 -4.718 -0.034 0.033 -0.012
Si 23.14 -7.205 -6.725 -0.133 0.101 -0.075
Si 30.321 5.173 23.999 0.024 0.006 -0.189
Si -32.504 -2.715 -5.1 0.063 -0.012 0.031
Si 32.414 -2.432 23.654 -0.097 0.111 -0.08
Si -24.614 2.247 25.808 0.045 0.046 -0.187
Si -20.66 3.711 25.446 -0.018 -0.017 -0.057
Si -29.682 0.571 -6.941 0.034 -0.062 -0.094
Si -25.396 -4.227 25.653 0.069 0.074 -0.044
Si -31.251 -7.141 -6.894 -0.033 -0.005 -0.057
Si -29.776 -5.602 23.522 -0.098 -0.064 -0.121
Si -25.59 -1.522 24.533 -0.003 -0.109 -0.069
Si -24.561 4.229 -4.114 -0.139 0.084 -0.058
Si -25.588 5.798 -7.121 -0.054 -0.092 0.008
Si -19.323 5.521 23.394 0.087 0.066 0.113
Si -23.126 -3.082 24.334 -0.137 -0.048 -0.117
Si -20.73 -1.603 24.538 -0.003 0.154 -0.17
Si -17.889 -1.848 25.798 0.067 -0.012 0.029
Si -15.779 -5.375 -2.007 0.02 -0.004 0.052
Si -18.826 2.762 -1.898 -0.038 0.063 0.133
Si -13.894 -5.122 23.749 -0.05 -0.015 -0.125
Si -16.978 -6.291 25.531 -0.009 -0.12 0.026
Si -14.103 5.947 -6.295 0.068 -0.119 -0.02
Si -10.348 2.302 23.823 0.18 -0.061 -0.121
Si -10.016 1.302 -4.576 0.038 0.004 0.093
Si -19.766 0.438 -6.532 -0.018 -0.013 -0.014
Si -11.503 7.045 24.659 -0.014 0.049 -0.214
Si -16.392 4.706 -5.009 -0.028 -0.104 0.022
Si -12.195 4.174 25.408 -0.03 0.021 -0.125
Si -0.859 6.169 -5.858 -0.005 0.053 -0.051
Si -4.892 7.688 23.465 -0.007 -0.156 -0.013
Si -8.665 6.207 -4.763 0.078 -0.036 0.052
Si -4.213 -6.501 25.531 0.066 0.009 -0.023
Si -5.622 -2.829 23.723 -0.015 0.127 0.071
Si -2.559 0.655 23.716 -0.106 -0.025 -0.043
Si 0.331 2.087 25.558 -0.012 0.053 -0.064
Si 6.675 1.847 26.016 0.034 -0.035 0.1
Si -2.929 5.479 23.548 -0.012 0.055 -0.027
Si -2.823 -3.96 24.523 0.081 0.07 -0.027
Si -4.951 2.912 -6.087 0.092 0.084 -0.014
Si 7.769 2.102 -4.916 0.157 -0.138 0.07
Si -2.984 2.061 -4.01 -0.055 -0.101 0.037
Si 2.393 3.54 24.223 0.013 -0.025 -0.213
Si 2.903 -7.551 26.034 0.015 -0.076 0.121
Si 8.202 6.797 25.227 0.03 0.1 -0.198
Si 3.21 -4.801 -6.405 0.087 -0.089 -0.017
Si 3.68 -4.149 -2.526 0.021 0 -0.032
Si 7.936 -5.236 24.076 -0.069 0.058 -0.172
Si 9.235 4.365 -6.05 -0.137 -0.024 -0.087
Si 0.271 -5.302 -7.194 0.082 -0.032 -0.029
Si 2.388 -0.789 -2.417 -0.144 0.185 0.025
Si 10.472 2.84 23.986 0.012 0.052 0.011
Si 5.158 0.124 -1.979 0.154 0.087 0.114
Si 8.295 -0.741 -4.058 -0.004 0.027 -0.015
Si 17.534 -8.034 -5.58 0.044 0.123 0.059
Si 14.636 3.473 -6.621 0.011 -0.107 -0.08
Si 15.246 -5.011 -2.56 -0.048 -0.045 -0.003
Si 8.473 -7.663 -2.031 -0.028 0.03 0.241
Si 19.245 3.148 -1.945 -0.012 0.108 0.021
Si 11.807 3.07 -5.748 0.011 0.009 0.106
Si 16.398 1.245 -6.316 -0.109 0.078 -0.089
Si 21.581 5.175 -7.177 0.069 0.092 -0.055
Si 19.873 -3.935 -2.816 -0.009 -0.133 0.14
Si 8.316 -0.065 -6.847 0.031 -0.029 -0.032
Si 17.847 -6.126 -3.057 0.102 -0.107 0.123
Si 27.76 -4.976 -3.77 0.057 -0.02 0.168
Si 24.626 -1.601 -6.818 -0.024 0.074 -0.054
Si 20.516 -0.569 -6.955 -0.107 0.078 -0.042
Si 24.989 -6.583 -1.383 -0.003 0.081 0.167
Si 22.655 -4.136 -4.191 0.036 0.087 -0.026
Si 21.824 -0.216 -2.215 0 0.03 0.057
Si 28.762 1.045 26.234 0.017 -0.11 -0.021
Si 32.614 3.007 24.05 0.085 0.053 -0.087
Si 28.114 1.406 -5.518 -0.031 -0.112 0.042
Si -31.853 6.288 -7.083 -0.066 0.137 -0.046
Si 30.053 -0.518 23.798 0.026 -0.08 0.074
Si 25.026 -0.474 23.935 0.034 -0.002 -0.159
Si 32.509 -0.049 -6.697 -0.066 -0.016 -0.028
Si -21.482 7.819 23.426 0.051 0.103 -0.152
Si -31.461 -7.388 -3.055 0.02 0.079 0.177
Si -28.558 8.106 24.188 -0.054 -0.044 -0.021
Si -32.116 4.215 -4.761 -0.027 -0.015 0.091
Si -26.239 -2.96 -4.308 0.049 0.006 0.015
Si -24.58 3.079 -7.066 0.065 -0.088 -0.003
Si -27.401 5.192 -4.714 0.073 -0.025 0.094
Si -24.779 2.19 -2.007 -0.161 -0.089 0.172
Si -26.122 -7.524 -2.767 0.001 -0.084 0.057
Si -28.71 -3.756 -2.991 -0.003 -0.06 0.152
Si -22.075 1.206 24.497 0.013 0.035 -0.192
Si -27.655 -1.586 -6.611 0.021 -0.074 0.029
Si -16.93 2.19 24.427 0.007 -0.032 -0.112
Si -15.254 4.595 24.524 0.072 0.091 -0.038
Si -16.68 5.125 -2.013 0.082 -0.05 0.122
Si -22.515 -6.827 -4.488 -0.03 -0.039 -0.052
Si -20.641 7.975 -6.105 0.09 -0.086 0.136
Si -16.014 -2.662 -6.15 -0.02 0.017 0.05
Si -11.984 2.188 -2.578 -0.019 -0.107 0.005
Si -16.611 7.132 25.888 0.004 -0.191 0.022
Si -9.288 -4.464 25.902 0.001 0.013 -0.05
Si -8.206 -3.458 -4.71 -0.064 0.094 -0.01
Si -9.363 -7.142 24.722 0.124 0.082 -0.078
Si -9.239 -1.862 24.416 -0.155 -0.093 0.019
Si -10.948 -3.927 -6.181 0.004 -0.101 -0.082
Si -12.435 2.406 -5.343 -0.016 0.01 0.082
Si -6.589 1.052 -2.734 0.078 0.002 -0.082
Si -15.644 -0.386 24.519 0.079 -0.042 -0.11
Si -5.834 -0.859 25.968 -0.061 -0.064 -0.175
Si 3.739 4.125 -4.509 0 0.055 0.065
Si 0.728 4.341 -4.262 -0.038 -0.183 0.064
Si -7.594 3.187 -4.733 -0.105 0.021 0.061
Si 10.461 7.024 -6.149 0.009 -0.043 -0.114
Si -2.74 -1.263 25.932 -0.095 -0.052 -0.104
Si 3.019 -1.861 -5.307 -0.047 -0.028 0.038
Si 0.469 1.462 -2.827 0.05 0.06 0.162
Si 0.11 5.375 -1.606 0.021 0.037 0.133
Si 4.911 -6.216 -4.078 -0.082 0.054 -0.063
Si -3.755 -6.577 -3.146 0.076 -0.01 0.184
Si 1.976 -5.447 24.122 -0.026 0.026 -0.07
Si 0.769 -4.951 -2.182 0.078 0.098 0.258
Si 5.719 -2.571 -4.546 0.071 -0.107 0.149
Si 10.493 -0.206 -2.209 0.053 -0.059 0.204
Si 5.355 5.435 -2.256 -0.021 0.049 0.187
Si 13.084 -6.716 24.961 -0.051 -0.156 -0.189
Si -1.241 -5.112 -4.463 -0.035 0.055 -0.03
Si 16.07 -5.775 -7.047 -0.162 0.027 -0.082
Si 12.438 0.407 -4.555 0.037 0.037 0.12
Si 12.82 4.18 -3.176 -0.06 0.032 0.147
Si 4.993 1.545 -4.785 -0.037 -0.067 0.091
Si 15.517 6.204 -6.236 -0.041 0.078 -0.005
Si 10.486 -5.272 -2.141 -0.007 -0.022 0.107
Si 12.273 -2.313 -6.196 -0.055 -0.047 -0.104
Si 17.66 1.303 -3.789 -0.02 0.003 0.126
Si 14.654 1.812 -2.906 -0.062 0 0.098
Si 17.447 -1.191 -6.889 0.078 -0.114 -0.033
Si 30.401 -4.786 -5.164 0.114 -0.058 -0.013
Si 10.302 -4.386 -5.01 0.008 -0.03 0.046
Si 18.308 -3.831 -7.13 0.013 0.114 -0.025
Si 18.849 -1.305 -2.744 -0.017 0.126 0.117
Si 21.639 7.181 -3.015 -0.162 0.067 0.152
Si 22.135 4.255 -2.682 -0.024 -0.038 0.081
Si 23.778 -7.017 -3.856 0.061 -0.053 0.007
Si 6.473 7.629 -4.113 -0.018 -0.017 0.14
Si 24.394 -7.447 24.577 -0.168 -0.052 -0.045
Si 27.937 -1.391 -4.422 -0.013 0.006 0.061
Si 32.263 5.044 -2.018 0.04 0.003 0.13
Si 27.046 5.735 -2.335 0.025 -0.03 -0.015
Si 28.316 -7.768 -2.768 -0.001 -0.004 0.146
Si 30.979 -7.674 -4.107 -0.035 0.066 -0.124
Si 29.079 -2.915 -2.109 0.164 -0.1 0.1
Si -30.551 -5.148 -4.853 -0.068 0.1 0.003
Si -26.068 -6.988 24.649 -0.001 0.061 -0.169
Si 30.428 2.644 -1.999 -0.1 -0.01 -0.011
Si -20.24 5.114 -6.017 0.03 0.08 -0.02
Si -28.814 7.418 -2.892 0.048 -0.048 0.106
Si -25.209 -5.659 -5.106 0.056 -0.075 -0.096
Si -26.167 -0.492 -2.814 0.062 0.02 0.113
Si -26.942 2.653 23.87 -0.006 0.011 -0.132
Si 32.447 -4.325 25.971 -0.009 -0.074 -0.096
Si -23.849 6.977 -3.094 -0.001 0.005 0.133
Si -28.843 0.68 -2.712 -0.039 -0.069 0.108
Si -30.797 -1.532 -2.836 -0.063 -0.002 0.112
Si -19.504 -2.818 -2.213 -0.055 0.044 0.052
Si -18.675 2.753 -4.819 0.04 0.081 -0.049
Si -16.607 -3.928 24.057 -0.104 0.073 -0.05
Si -15.406 -5.27 -4.893 -0.061 0.07 0.044
Si -22.767 6.186 -6.977 0.178 -0.001 0.049
Si -21.545 -5.216 -2.057 0.073 0.01 0.188
Si -13.812 -2.931 -1.862 -0.003 -0.101 0.106
Si -13.499 -3.031 -4.725 -0.1 -0.077 -0.014
Si -11.481 5.399 -4.97 -0.106 -0.146 0.059
Si -11.2 4.987 -1.905 0.057 -0.093 0.11
Si -15.42 -7.672 -6.835 -0.033 0.001 -0.172
Si -18.77 -2.1 -5.224 0.005 0.001 0.008
Si -3.71 5.708 -6.407 0.064 0.041 -0.025
Si -8.966 -0.952 -3.022 -0.121 -0.061 -0.029
Si -4.11 -0.474 -2.923 0.066 0 -0.018
Si -8.195 8.111 -7.1 -0.174 -0.025 -0.059
Si -7.739 0.53 24.146 -0.096 0.133 0.054
Si -8.149 8.069 -2.241 -0.048 -0.011 0.047
Si -2.534 -2.338 -4.87 -0.035 -0.008 0.074
Si -0.959 0.325 -5.216 0.014 0.081 0.157
Si -2.475 4.308 -2.09 -0.084 0.079 0.016
Si -2.923 6.777 -3.814 0.112 0.052 -0.04
Si -6.602 -5.576 -3.003 -0.006 0.084 0.254
Si -2.589 3.061 25.283 -0.016 0.016 -0.175
Si 1.448 -1.284 5.489 -0.002 0.022 0.009
Si 4.181 1.459 5.541 -0.016 -0.002 0.013
Si 1.457 4.15 5.488 0.003 0.009 0
Si 4.199 6.888 5.587 -0.006 -0.002 0.013
Si 1.463 9.594 5.551 -0.007 -0.004 0.012
Si 4.183 12.328 5.544 -0.006 -0.006 0.003
Si 6.897 -1.256 5.565 -0.013 0.001 0.011
Si 9.613 1.451 5.524 -0.015 -0.009 0
Si 6.946 4.162 5.559 0 -0.006 0.013
Si 9.61 6.882 5.479 -0.001 -0.017 -0.005
Si 6.903 9.6 5.538 -0.01 -0.009 -0.004
Si 9.609 -3.98 5.542 -0.013 0.001 -0.004
Si 12.277 -1.266 5.488 -0.012 0.001 -0.006
Si 14.971 1.45 5.462 0.001 0.01 -0.004
Si 12.291 4.171 5.449 -0.002 -0.007 -0.005
Si 14.995 6.848 5.436 0.014 0.008 -0.006
Si 12.31 -6.745 5.504 0 -0.013 -0.005
Si 14.932 12.301 5.519 -0.018 0.006 0.008
Si 17.643 -1.297 5.492 -0.019 0.001 0.002
Si 20.333 1.404 5.527 -0.02 0.005 -0.003
Si 17.666 4.13 5.448 0.011 0.012 -0.005
Si 20.358 6.805 5.52 0.004 -0.005 0.01
Si 17.644 9.551 5.508 0.014 0.015 0.002
Si 20.294 12.256 5.576 -0.001 0.013 0.016
Si 23.023 -1.343 5.63 -0.014 -0.005 0.01
Si 25.782 1.342 5.525 -0.002 -0.024 -0.008
Si 23.068 4.056 5.497 -0.001 -0.006 0
Si 25.777 6.757 5.541 0.008 0.003 0.005
Si 23.05 9.48 5.524 -0.005 0.001 -0.008
Si 25.763 12.181 5.537 -0.007 -0.02 -0.01
Si 28.448 -1.409 5.47 0.021 0.024 -0.003
Si 31.182 1.275 5.513 0.021 -0.011 0.012
Si 28.482 4.012 5.566 0 0.002 0.002
Si 31.216 6.763 5.469 -0.009 0.01 0.009
Si 28.476 9.459 5.469 -0.001 -0.019 -0.012
Si 31.166 12.189 5.45 0.011 0.004 -0.005
Si 33.89 -1.472 5.443 0.016 0.018 0.002
Si 36.669 1.264 5.486 0.015 0.005 0.016
Si 33.897 4.04 5.475 -0.007 -0.007 0.003
Si -28.624 6.743 5.421 0.008 -0.017 0.008
Si 33.891 9.462 5.436 -0.008 -0.007 0.004
Si -28.668 12.141 5.398 0.016 0.001 0.006
Si -25.911 -1.445 5.442 0.02 0.008 0.009
Si -23.176 1.306 5.425 0.011 0.001 0.014
Si -25.914 4.014 5.435 -0.001 -0.004 0.012
Si -23.175 6.748 5.392 0.004 0.001 0.011
Si -25.93 9.437 5.349 -0.006 0.004 -0.006
Si -23.179 12.137 5.397 0.003 -0.001 0.004
Si -20.429 -1.429 5.427 0.004 0.012 0.008
Si -17.685 1.309 5.414 0.007 0.005 0.004
Si -20.462 4.032 5.401 -0.008 0.004 0.007
Si -17.731 6.783 5.398 0 0.01 0.005
Si -20.422 9.468 5.361 0.006 -0.008 0.002
Si -17.679 12.181 5.408 0.01 -0.004 0.012
Si -14.93 -1.408 5.364 0.007 -0.002 0.005
Si -12.179 1.317 5.387 0 -0.002 0.011
Si -14.954 4.08 5.405 0.013 0.005 0.005
Si -12.206 6.778 5.398 0.004 0.003 0.018
Si -14.959 9.499 5.414 0.003 -0.004 0.008
Si -12.184 12.239 5.384 -0.004 -0.012 0.009
Si -9.419 -1.37 5.321 0.005 -0.019 0.007
Si -6.726 1.36 5.318 -0.004 -0.017 0.011
Si -9.47 4.056 5.39 0.014 0.003 0.007
Si -6.718 6.858 5.414 0.008 0.009 0.013
Si -9.42 9.533 5.371 -0.001 -0.014 0.012
Si -6.699 12.267 5.336 -0.005 0.009 0.009
Si -4.013 -1.322 5.366 0 0.016 0.004
Si -1.266 1.435 5.44 0.002 0.014 0.016
Si -3.989 4.13 5.392 0.015 0.003 0.002
Si -1.27 6.876 5.444 -0.004 0 0.011
Si -3.999 -6.735 5.394 -0.006 -0.001 0.005
Si -1.296 -3.965 5.445 -0.006 0.028 0.006
Si 2.81 0.074 6.858 0.003 -0.009 -0.008
Si 5.555 2.801 6.895 0.005 0.004 -0.006
Si 2.814 5.494 6.875 0.006 -0.008 -0.006
Si 5.554 8.253 6.919 -0.011 0.006 -0.001
Si 2.82 10.962 6.89 -0.002 0.002 -0.002
Si 5.545 -2.641 6.903 0.002 -0.001 -0.003
Si 8.261 0.096 6.908 0.007 -0.005 -0.002
Si 10.974 2.808 6.869 -0.004 0.005 -0.002
Si 8.292 5.525 6.897 -0.002 -0.004 -0.004
Si 10.958 -8.102 6.871 0.008 0.011 -0.002
Si 8.263 -5.364 6.894 0.004 0 -0.002
Si 10.958 -2.628 6.9 0.004 -0.004 0.001
Si 13.647 0.072 6.858 0.01 -0.007 -0.007
Si 16.327 2.779 6.854 0.003 0 -0.006
Si 13.65 5.501 6.839 0.004 -0.002 -0.003
Si 16.305 8.187 6.874 0.005 -0.002 0.004
Si 13.625 10.93 6.906 0.005 0.002 0.004
Si 16.305 -2.668 6.879 0.01 -0.013 -0.006
Si 18.989 0.034 6.896 0.012 0.007 -0.003
Si 21.707 2.733 6.897 0.008 -0.009 -0.002
Si 18.998 5.454 6.879 -0.01 0.01 0.001
Si 21.703 8.144 6.909 -0.004 0.004 0.002
Si 18.965 10.888 6.929 0.005 -0.008 0.006
Si 21.665 -2.725 6.947 0.008 0.005 0.006
Si 24.414 0.018 6.926 -0.014 0.008 0.001
Si 27.123 2.67 6.919 0.014 -0.001 0.004
Si 24.408 5.403 6.893 0.019 -0.017 -0.008
Si 27.119 8.14 6.876 -0.004 0.008 0.008
Si 24.4 10.837 6.899 0.006 -0.004 0.008
Si 27.113 -2.755 6.872 -0.009 0.012 -0.016
Si 29.812 -0.072 6.859 -0.006 0.008 -0.004
Si 32.548 2.668 6.833 -0.016 0.006 -0.002
Si 29.853 5.415 6.853 -0.008 -0.001 -0.001
Si 32.562 8.116 6.831 0.012 0 0.003
Si 29.831 10.825 6.828 0.006 -0.003 -0.006
Si 32.54 -2.801 6.825 -0.002 0.003 -0.003
Si 35.261 -0.087 6.793 -0.012 0.009 -0.009
Si -27.253 2.653 6.807 0.003 -0.006 0.003
Si -29.987 5.393 6.797 0.002 0.007 -0.006
Si -27.263 8.107 6.763 0 -0.002 -0.003
Si -30.016 10.815 6.789 -0.009 0.003 -0.002
Si -27.294 -2.81 6.761 -0.009 0 -0.007
Si -24.535 -0.065 6.771 -0.009 0.001 -0.002
Si -21.811 2.677 6.767 -0.003 0.005 0
Si -24.53 5.388 6.759 0 -0.001 0
Si -21.795 8.116 6.728 -0.005 0.001 -0.005
Si -24.56 10.792 6.732 0 0 -0.008
Si -21.81 -2.798 6.747 -0.004 0.001 -0.005
Si -19.061 -0.045 6.759 -0.001 -0.004 0.002
Si -16.309 2.688 6.742 0.004 -0.003 0
Si -19.087 5.407 6.741 -0.01 -0.005 -0.008
Si -16.339 8.135 6.745 -0.002 -0.002 0.001
Si -19.06 10.822 6.74 0.008 -0.008 -0.003
Si -16.303 -2.755 6.731 -0.01 0.004 -0.005
Si -13.571 -0.034 6.723 0.003 0.004 0.004
Si -10.838 2.703 6.742 -0.009 -0.011 -0.001
Si -13.581 5.433 6.755 -0.011 0.001 0.001
Si -10.819 8.167 6.712 -0.011 0.002 -0.003
Si -13.565 10.872 6.729 -0.005 0.003 -0.003
Si -10.809 -2.704 6.705 -0.009 0.006 -0.004
Si -8.084 0.005 6.698 0.006 0.008 -0.009
Si -5.38 2.743 6.703 -0.004 0.004 -0.015
Si -8.098 5.451 6.722 -0.005 -0.015 -0.009
Si -5.359 8.221 6.762 0.002 -0.003 0.001
Si -8.073 10.914 6.717 0.011 0.002 -0.009
Si -5.368 -2.689 6.725 0.002 -0.01 -0.002
Si -2.656 0.047 6.746 0.018 -0.01 -0.003
Si 0.085 2.784 6.825 0.001 -0.004 -0.008
Si -2.638 5.49 6.775 0.003 0.003 -0.014
Si 0.082 8.209 6.845 0 -0.004 -0.004
Si -2.651 -5.372 6.769 -0.012 0.002 -0.008
Si 0.071 -2.64 6.826 -0.004 0.002 0.003
Si 1.44 1.429 8.198 -0.01 0.003 0.003
Si 4.177 4.146 8.239 -0.01 -0.003 -0.002
Si 1.443 6.856 8.21 0.002 -0.002 -0.005
Si 4.176 9.603 8.252 0.004 0.003 -0.001
Si 1.427 -4 8.198 -0.008 -0.005 -0.005
Si 4.167 -1.28 8.231 -0.014 0.01 -0.003
Si 6.897 1.438 8.266 -0.005 0.001 -0.002
Si 9.624 4.147 8.259 0.002 0.01 0.002
Si 6.912 6.869 8.253 0.001 0.006 -0.006
Si 9.614 -6.738 8.249 -0.004 -0.002 -0.007
Si 6.898 -4.014 8.255 -0.017 -0.006 -0.001
Si 9.599 -1.287 8.27 -0.012 0.008 -0.003
Si 12.305 1.424 8.244 0 0.004 -0.004
Si 14.981 4.133 8.237 0.012 0.003 -0.008
Si 12.305 6.848 8.24 -0.009 -0.002 -0.005
Si 14.972 9.551 8.267 -0.009 0.005 -0.006
Si 12.285 -4.019 8.273 -0.004 0 -0.004
Si 14.969 -1.306 8.257 0.001 0.001 -0.003
Si 17.645 1.401 8.26 -0.007 -0.014 -0.008
Si 20.346 4.092 8.263 0 -0.002 -0.01
Si 17.656 6.823 8.256 0.005 -0.001 -0.01
Si 20.344 9.517 8.273 0.005 0.011 -0.004
Si 17.629 -4.047 8.28 -0.005 -0.001 -0.006
Si 20.326 -1.337 8.289 -0.001 -0.008 -0.007
Si 23.05 1.372 8.281 0.014 0.005 0.001
Si 25.761 4.047 8.262 -0.013 -0.009 0.003
Si 23.054 6.773 8.267 0.001 0.005 -0.01
Si 25.761 9.484 8.257 0.002 -0.004 -0.011
Si 23.044 -4.107 8.266 -0.007 -0.002 -0.007
Si 25.761 -1.391 8.249 0.001 0.009 -0.001
Si 28.481 1.295 8.245 -0.01 -0.017 0.003
Si 31.2 4.035 8.197 0.001 -0.006 -0.004
Si 28.484 6.769 8.218 0.009 0.007 -0.009
Si 31.198 9.476 8.189 0.005 -0.005 0.001
Si 28.483 -4.127 8.209 0.006 -0.004 -0.008
Si 31.198 -1.424 8.192 0.009 0.003 -0.007
Si 33.928 1.301 8.157 0.013 0.004 0.003
Si -28.623 4.025 8.142 0.002 -0.012 -0.004
Si 33.94 6.755 8.163 0.002 -0.002 -0.005
Si -28.624 9.467 8.126 0.002 0.006 -0.006
Si 33.916 -4.149 8.168 -0.004 -0.004 -0.004
Si -28.637 -1.439 8.133 -0.003 -0.004 -0.007
Si -25.877 1.302 8.14 0.012 0.013 0.002
Si -23.162 4.043 8.12 0.011 -0.003 0.007
Si -25.89 6.753 8.112 0 -0.002 -0.005
Si -23.166 9.466 8.088 0 -0.004 -0.002
Si -25.902 -4.151 8.101 -0.001 -0.005 0.001
Si -23.158 -1.423 8.107 0.002 0.003 -0.003
Si -20.425 1.323 8.103 -0.006 -0.001 0
Si -17.692 4.054 8.08 0 0.006 -0.009
Si -20.437 6.767 8.099 0.005 -0.006 0.004
Si -17.693 9.486 8.106 -0.009 -0.005 0.006
Si -20.42 -4.13 8.094 0.002 0.003 -0.003
Si -17.671 -1.393 8.089 0.017 0.016 0
Si -14.934 1.334 8.082 0.001 0.005 0.005
Si -12.213 4.063 8.089 -0.012 -0.009 0.003
Si -14.955 6.793 8.095 0.01 0.005 0.002
Si -12.194 9.516 8.074 0.002 0.003 0.005
Si -14.936 -4.101 8.088 0.006 -0.001 0.006
Si -12.191 -1.372 8.075 0.006 -0.007 0.002
Si -9.457 1.351 8.073 -0.001 0.009 0
Si -6.739 4.096 8.079 0 -0.003 0.002
Si -9.472 6.804 8.079 -0.004 -0.001 -0.003
Si -6.736 9.565 8.107 0.008 0.005 0.002
Si -9.461 -4.065 8.072 0.005 -0.005 -0.001
Si -6.74 -1.341 8.081 -0.006 -0.003 0.003
Si -4.026 1.402 8.096 -0.002 0.002 -0.005
Si -1.286 4.144 8.16 0.005 0.013 -0.001
Si -4.012 6.846 8.12 -0.002 -0.003 0.003
Si -1.3 -6.734 8.15 0.003 -0.006 -0.005
Si -4.023 -4.03 8.118 0.008 0.005 0.004
Si -1.305 -1.285 8.152 -0.001 0.006 0.001
Si 0.062 0.059 9.522 -0.003 0.005 0
Si 2.809 2.774 9.572 0.01 -0.006 -0.003
Si 0.073 5.489 9.542 0.006 -0.001 -0.001
Si 2.807 8.217 9.568 -0.009 -0.004 0
Si 0.063 -5.383 9.521 0.002 0.001 0.003
Si 2.794 -2.65 9.559 0.001 0 -0.005
Si 5.532 0.061 9.603 0.003 -0.001 -0.004
Si 8.258 2.79 9.622 -0.002 0.001 0
Si 5.541 5.503 9.596 -0.008 -0.005 -0.001
Si 8.264 -8.1 9.616 0 0.003 -0.002
Si 5.538 -5.372 9.609 -0.006 -0.003 0.003
Si 8.25 -2.663 9.628 0.001 -0.009 0.002
Si 10.959 0.062 9.629 -0.004 -0.006 -0.002
Si 13.651 2.767 9.63 0.01 0.001 -0.001
Si 10.97 5.493 9.632 0.005 -0.012 0.002
Si 13.629 8.196 9.647 0.007 0.003 0.001
Si 10.944 -5.388 9.644 0.002 0.002 0.007
Si 13.639 -2.674 9.648 0.004 -0.009 -0.001
Si 16.316 0.035 9.649 0.007 0.003 0.004
Si 19.003 2.736 9.648 0.006 -0.005 -0.001
Si 16.317 5.469 9.643 0.002 0.01 -0.001
Si 19.001 8.161 9.654 -0.002 -0.001 0
Si 16.306 -5.42 9.661 -0.002 0.001 0.005
Si 18.987 -2.705 9.661 0.001 0.004 0
Si 21.698 0.007 9.649 0.002 0.001 0.002
Si 24.406 2.714 9.649 -0.008 0.006 0.007
Si 21.697 5.434 9.65 0.002 -0.005 0.003
Si 24.408 8.131 9.629 0.01 0.003 0.009
Si 21.695 -5.452 9.647 0.011 -0.006 -0.001
Si 24.402 -2.742 9.621 -0.004 -0.002 -0.002
Si 27.119 -0.043 9.614 0.009 0 -0.003
Si 29.847 2.68 9.567 -0.004 0.007 0
Si 27.128 5.417 9.595 0.002 0.003 -0.002
Si 29.843 8.128 9.566 -0.006 0.008 -0.001
Si 27.125 -5.469 9.595 -0.015 0.003 0.004
Si 29.843 -2.77 9.566 0.011 0 -0.004
Si 32.569 -0.049 9.524 -0.013 0.011 0
Si -29.983 2.668 9.498 -0.007 0.001 0.003
Si 32.577 5.399 9.526 0.001 -0.001 -0.003
Si -29.976 8.12 9.502 0.01 0 0.004
Si 32.562 -5.489 9.541 0.008 0 0.005
Si -29.994 -2.778 9.506 -0.007 0 0
Si -27.259 -0.061 9.468 0 0.012 -0.009
Si -24.514 2.679 9.476 -0.003 -0.004 0.005
Si -27.249 5.397 9.473 -0.003 0.002 0
Si -24.519 8.116 9.46 0.004 -0.006 -0.001
Si -27.258 -5.492 9.476 -0.006 0.004 0
Si -24.532 -2.779 9.45 -0.002 0.006 -0.002
Si -21.788 -0.043 9.447 0.001 -0.001 0.002
Si -19.052 2.696 9.443 -0.008 -0.005 -0.003
Si -21.791 5.409 9.461 -0.007 0.007 0
Si -19.061 8.124 9.448 -0.006 -0.002 -0.003
Si -21.795 -5.485 9.438 -0.006 0 -0.003
Si -19.047 -2.753 9.434 0.003 0.001 -0.005
Si -16.309 -0.019 9.434 0.002 -0.002 0.001
Si -13.58 2.706 9.44 0.004 -0.006 0.009
Si -16.325 5.422 9.434 0.003 -0.005 -0.001
Si -13.577 8.163 9.428 -0.005 -0.002 0.003
Si -16.312 -5.458 9.435 -0.003 -0.001 -0.002
Si -13.567 -2.731 9.429 0.001 0.002 0.001
Si -10.835 -0.002 9.428 -0.004 0.01 0.001
Si -8.112 2.731 9.428 0.004 -0.007 -0.002
Si -10.848 5.442 9.428 -0.006 -0.004 -0.003
Si -8.115 8.182 9.434 0.003 0.002 -0.007
Si -10.837 -5.428 9.424 -0.003 0.001 0
Si -8.112 -2.698 9.437 0.001 0.01 0
Si -5.39 0.03 9.446 -0.002 -0.001 -0.004
Si -2.67 2.763 9.474 0.007 -0.001 -0.004
Si -5.391 5.47 9.446 0.006 -0.007 -0.004
Si -2.659 8.209 9.491 -0.004 -0.003 -0.004
Si -5.385 -5.395 9.471 -0.001 0 -0.003
Si -2.665 -2.673 9.482 0.002 -0.001 0
Si 1.419 -1.296 10.894 -0.007 0.013 0
Si 4.165 1.419 10.947 -0.011 0 0.002
Si 1.439 4.137 10.91 -0.005 -0.001 0.006
Si 4.17 6.864 10.936 0.006 0.007 -0.004
Si 1.426 9.583 10.887 0.007 -0.007 -0.004
Si 4.154 -4.007 10.925 -0.012 0.005 -0.002
Si 6.878 -1.309 10.974 -0.016 0.007 0.002
Si 9.599 1.415 10.991 -0.003 0.007 -0.001
Si 6.889 4.144 10.973 -0.002 0.003 -0.002
Si 9.605 -9.469 10.989 0.007 -0.002 -0.006
Si 6.896 -6.744 10.963 0.002 -0.007 -0.006
Si 9.587 -4.032 11.011 -0.018 0.005 0.001
Si 12.285 -1.317 11.016 -0.002 0.005 -0.001
Si 14.976 1.396 11.027 0.004 -0.011 -0.004
Si 12.304 4.122 11.008 0.006 -0.005 -0.005
Si 14.974 6.83 11.027 -0.006 -0.004 -0.003
Si 12.281 9.558 11.024 -0.008 0.003 0
Si 14.963 -4.056 11.036 -0.005 0.004 0.002
Si 17.651 -1.338 11.038 -0.002 -0.006 -0.005
Si 20.351 1.368 11.026 0.001 -0.005 -0.002
Si 17.655 4.099 11.028 -0.003 0.003 -0.003
Si 20.348 6.793 11.03 0.003 0.008 -0.004
Si 17.657 9.527 11.032 0.005 0.009 -0.004
Si 20.346 -4.082 11.018 0.002 0.007 -0.009
Si 23.053 -1.375 10.999 0.001 -0.006 0.001
Si 25.769 1.329 10.981 -0.004 -0.01 0
Si 23.053 4.073 11.021 0.008 -0.005 0.002
Si 25.774 6.768 10.979 -0.008 0.002 -0.002
Si 23.052 9.496 11.001 -0.014 0.007 -0.005
Si 25.765 -4.114 10.967 0.018 -0.003 -0.005
Si 28.491 -1.41 10.943 -0.012 0.001 -0.003
Si 31.225 1.316 10.895 0.009 -0.006 0.002
Si 28.492 4.043 10.933 0 -0.01 -0.002
Si 31.219 6.759 10.893 -0.002 0.001 -0.006
Si 28.488 9.483 10.943 0.011 -0.001 -0.004
Si 31.21 -4.127 10.911 -0.003 0 -0.001
Si 33.939 -1.407 10.871 0.008 0.001 0.004
Si -28.607 1.309 10.832 0.002 0 -0.001
Si -31.334 4.035 10.862 0.002 -0.001 0.002
Si -28.6 6.76 10.836 0.002 -0.007 -0.003
Si -31.335 9.474 10.87 -0.006 0.001 -0.001
Si -28.612 -4.13 10.841 0.008 -0.003 0.002
Si -25.88 -1.408 10.812 -0.004 -0.009 -0.001
Si -23.135 1.325 10.811 0.005 0.003 0.005
Si -25.878 4.045 10.823 0.004 -0.004 0.002
Si -23.152 6.768 10.816 0 -0.008 0.006
Si -25.878 9.479 10.82 0.003 -0.001 -0.001
Si -23.151 -4.123 10.799 0.008 0.003 0.003
Si -20.406 -1.387 10.792 -0.001 0.009 -0.002
Si -17.675 1.343 10.79 0.009 0.001 0
Si -20.409 4.059 10.804 -0.002 0.006 0.001
Si -17.681 6.78 10.798 -0.01 0 0.002
Si -20.425 9.486 10.794 0.009 -0.006 0.001
Si -17.675 -4.099 10.788 0.004 -0.002 0.003
Si -14.937 -1.371 10.781 0.004 0.013 0.003
Si -12.206 1.351 10.783 0.004 0.001 0.003
Si -14.954 4.069 10.786 -0.002 -0.001 0.004
Si -12.22 6.799 10.78 -0.004 0 0.002
Si -14.942 9.516 10.791 0.003 0.005 0.004
Si -12.208 -4.082 10.792 -0.002 0 0.008
Si -9.484 -1.354 10.8 -0.001 -0.014 0.004
Si -6.768 1.375 10.801 0.003 0.013 0.002
Si -9.483 4.087 10.783 0.002 -0.011 0.004
Si -6.757 6.828 10.8 0.003 -0.009 0.002
Si -9.486 9.535 10.789 -0.002 -0.004 0.004
Si -6.762 -4.046 10.814 0 -0.006 0.005
Si -4.039 -1.322 10.824 0.009 0 0.002
Si -1.31 1.417 10.853 -0.002 0.01 0.001
Si -4.04 4.12 10.821 -0.008 0.01 0.001
Si -1.3 6.859 10.867 0.01 0.002 0.006
Si -4.029 9.568 10.834 -0.002 0.002 0.002
Si -1.308 -4.024 10.857 -0.007 -0.003 0.002
Si 2.789 0.041 12.268 -0.001 0.001 -0.002
Si 5.528 2.772 12.317 0.006 0.003 -0.005
Si 2.803 5.499 12.276 0.008 -0.005 0.005
Si 5.536 8.212 12.304 0 0.014 -0.002
Si 2.788 10.939 12.247 -0.002 -0.003 -0.002
Si 5.509 -2.679 12.315 -0.011 -0.013 0.007
Si 8.243 0.04 12.339 0.006 0.001 -0.004
Si 10.948 2.762 12.371 0.007 0.004 -0.004
Si 8.244 5.496 12.347 0 0.003 -0.001
Si 10.931 -8.128 12.395 -0.009 -0.011 0.004
Si 8.227 -5.405 12.363 -0.011 -0.013 0.006
Si 10.94 -2.686 12.392 0.003 0.003 0.004
Si 13.631 0.03 12.401 0.002 0.002 0.001
Si 16.317 2.743 12.421 0.004 0 0.003
Si 13.634 5.47 12.408 0.009 0.004 0.004
Si 16.315 8.172 12.424 0.004 0.004 -0.001
Si 13.62 10.902 12.42 0.003 0 0.008
Si 16.315 -2.711 12.417 0.002 -0.005 0.001
Si 19.009 0.011 12.414 0.007 -0.002 0.003
Si 21.706 2.717 12.402 0 0.002 0.001
Si 19 5.441 12.421 -0.003 -0.01 0.001
Si 21.708 8.149 12.393 0.007 0 0.006
Si 19.012 10.875 12.408 0.003 0.002 -0.002
Si 21.7 -2.725 12.383 0 -0.012 -0.004
Si 24.417 -0.021 12.36 0.005 0.001 0.005
Si 27.14 2.697 12.316 0.004 0.007 0.001
Si 24.423 5.428 12.373 0.004 0.004 0.008
Si 27.136 8.131 12.325 0.001 0.004 0.002
Si 24.414 10.856 12.353 0 0 0.001
Si 27.132 -2.76 12.314 -0.008 -0.001 0.001
Si 29.864 -0.03 12.264 0.001 0.002 -0.004
Si 32.597 2.68 12.232 -0.006 0.007 0.005
Si 29.869 5.403 12.266 -0.003 0.005 -0.003
Si 32.583 8.123 12.233 0.009 -0.003 -0.001
Si 29.855 10.844 12.288 -0.004 0.007 0.001
Si 32.581 -2.757 12.241 -0.009 0 -0.001
Si 35.32 -0.039 12.204 -0.001 0.009 0
Si -27.245 2.686 12.168 -0.005 -0.004 -0.002
Si -29.966 5.41 12.192 0.007 0.002 -0.002
Si -27.231 8.119 12.182 -0.001 0.001 0
Si -29.966 10.838 12.21 -0.002 0.004 0.002
Si -27.242 -2.755 12.174 -0.001 0.007 -0.004
Si -24.507 -0.034 12.151 0.001 0.009 0.001
Si -21.773 2.7 12.158 0.006 -0.007 0.001
Si -24.511 5.41 12.171 -0.003 0.005 0
Si -21.785 8.137 12.159 -0.006 0.002 -0.001
Si -24.511 10.847 12.166 -0.002 0.002 -0.002
Si -21.777 -2.749 12.133 0.003 -0.003 -0.005
Si -19.044 -0.014 12.143 -0.006 -0.005 -0.002
Si -16.315 2.711 12.145 -0.011 -0.002 0.004
Si -19.043 5.425 12.157 0.007 -0.002 0.003
Si -16.31 8.153 12.139 0.007 0.003 0.002
Si -19.045 10.853 12.126 -0.014 0.004 -0.005
Si -16.309 -2.726 12.133 0.004 0.001 0
Si -13.577 -0.005 12.135 0.006 -0.003 -0.001
Si -10.847 2.718 12.133 -0.009 0.006 -0.001
Si -13.591 5.441 12.133 -0.006 -0.007 0.002
Si -10.864 8.17 12.131 -0.009 -0.008 0.001
Si -13.583 10.884 12.148 0 0.002 0.004
Si -10.856 -2.713 12.153 0.007 0.01 0.001
Si -8.131 0.011 12.163 -0.001 0.008 -0.001
Si -5.415 2.745 12.154 -0.005 -0.014 -0.009
Si -8.132 5.461 12.14 0.001 0.003 -0.003
Si -5.404 8.198 12.164 0.004 -0.002 -0.007
Si -8.137 10.907 12.152 0.005 0.002 0
Si -5.407 -2.684 12.176 0.001 0.006 0
Si -2.674 0.033 12.18 -0.005 0.008 -0.007
Si 0.059 2.76 12.226 0 -0.009 -0.007
Si -2.683 5.484 12.186 -0.008 -0.014 0
Si 0.061 8.224 12.23 0 0.002 0
Si -2.675 -5.39 12.201 0.01 -0.006 -0.005
Si 0.053 -2.672 12.224 0.006 -0.007 0.002
Si 1.417 1.401 13.597 -0.006 0.013 -0.004
Si 4.164 4.147 13.653 0 -0.002 0.003
Si 1.432 6.883 13.595 -0.006 0.017 0.011
Si 4.169 9.604 13.607 -0.001 -0.027 -0.013
Si 1.41 -4.033 13.586 0.01 -0.006 0.002
Si 4.128 -1.326 13.648 -0.015 0.018 0.006
Si 6.884 1.402 13.683 -0.006 -0.001 0.004
Si 9.591 4.131 13.719 0 -0.01 -0.011
Si 6.885 6.863 13.697 0.002 -0.002 -0.001
Si 9.558 -6.777 13.753 -0.001 0.001 0.001
Si 6.846 -4.049 13.699 -0.007 0.006 0.002
Si 9.575 -1.319 13.738 -0.012 0.009 0.003
Si 12.276 1.396 13.763 -0.003 -0.001 -0.003
Si 14.965 4.105 13.801 0 -0.001 -0.003
Si 12.273 -9.496 13.778 0.005 -0.007 -0.004
Si 14.961 9.53 13.804 -0.001 -0.001 0.005
Si 12.262 -4.063 13.793 -0.013 0.008 0.009
Si 14.958 -1.353 13.783 0.002 0 -0.002
Si 17.668 1.376 13.797 0.001 -0.004 -0.003
Si 20.357 4.075 13.79 0.004 -0.006 0.003
Si 17.651 6.798 13.811 -0.003 0.006 0.004
Si 20.356 9.499 13.781 0 0.006 -0.003
Si 17.666 -4.087 13.787 0.001 0.003 0.001
Si 20.362 -1.364 13.778 0.006 -0.004 -0.002
Si 23.072 1.34 13.746 0 -0.009 0
Si 25.794 4.048 13.704 -0.001 -0.004 0.001
Si 23.073 6.792 13.754 -0.007 0.008 -0.002
Si 25.772 9.482 13.703 0 0.002 0.001
Si 23.058 -4.103 13.73 -0.003 0.018 -0.003
Si 25.787 -1.401 13.691 0.007 -0.016 0
Si 28.526 1.335 13.641 -0.008 -0.006 0.005
Si 31.246 4.039 13.599 0.002 -0.008 0.002
Si 28.518 6.753 13.645 0.002 -0.006 -0.003
Si 31.238 9.479 13.612 -0.003 -0.008 -0.003
Si 28.492 -4.125 13.66 0.002 0 0.001
Si 31.227 -1.39 13.605 -0.004 0.004 0.007
Si 33.981 1.332 13.571 0.005 -0.01 0.006
Si -28.597 4.054 13.528 -0.009 0.007 -0.002
Si 33.96 6.765 13.561 -0.005 0.006 -0.006
Si -28.59 9.474 13.542 0.007 -0.008 0.004
Si 33.957 -4.12 13.571 0.009 0.004 0.003
Si 36.692 -1.396 13.547 0.006 -0.009 0.003
Si -25.867 1.333 13.502 -0.003 0.002 0.001
Si -23.136 4.06 13.516 -0.002 0.001 -0.003
Si -25.865 6.767 13.537 0.013 -0.012 0.008
Si -23.147 9.492 13.52 0.007 0 0.01
Si -25.868 -4.101 13.516 -0.005 0.006 0.001
Si -23.126 -1.382 13.493 0.008 -0.008 0.007
Si -20.393 1.357 13.507 0.001 0.009 0.004
Si -17.67 4.075 13.51 0.001 -0.003 0.008
Si -20.409 6.791 13.506 -0.001 0.002 0.003
Si -17.672 9.518 13.49 -0.004 0 0
Si -20.409 -4.112 13.472 0.014 -0.004 -0.004
Si -17.676 -1.372 13.49 0.002 0.004 0.007
Si -14.94 1.355 13.487 0.01 -0.004 0.001
Si -12.224 4.074 13.47 0.011 -0.003 -0.004
Si -14.947 6.804 13.501 -0.006 0 0.007
Si -12.226 9.517 13.5 0.003 -0.003 0.006
Si -14.945 -4.066 13.501 -0.008 0.004 0.005
Si -12.225 -1.354 13.506 -0.008 0 0.002
Si -9.505 1.365 13.515 0.001 0.007 0.011
Si -6.782 4.101 13.505 0.001 -0.004 0.007
Si -9.505 6.817 13.489 0.003 0.001 0.008
Si -6.775 9.558 13.509 -0.005 0.005 0.002
Si -9.508 -4.073 13.52 -0.003 -0.003 0.008
Si -6.784 -1.349 13.536 0.013 -0.011 0.012
Si -4.066 1.376 13.505 0.004 0.008 -0.004
Si -1.325 4.122 13.543 0.004 0.015 0.008
Si -4.041 6.855 13.533 -0.007 0.006 0.006
Si -1.308 9.588 13.571 -0.001 0.004 0
Si -4.045 -4.031 13.544 0.004 -0.01 -0.001
Si -1.318 -1.312 13.56 -0.001 0.005 0.005
Si 0.067 0.01 14.932 -0.003 -0.002 0.012
Si 2.775 2.768 14.952 -0.004 -0.006 -0.004
Si 0.028 5.51 14.884 0.01 -0.016 0.003
Si 2.81 8.267 14.94 0.016 0.017 -0.002
Si 0.039 -5.366 14.946 0.012 -0.003 0.002
Si 2.765 -2.717 14.981 -0.003 -0.004 0.006
Si 5.508 0.018 14.997 0.003 -0.006 0.004
Si 8.25 2.751 15.058 0.006 -0.002 0.004
Si 5.531 5.497 15.034 -0.01 -0.001 0.01
Si 8.193 8.204 15.136 0.008 0.001 0.003
Si 5.48 10.912 15.062 -0.009 -0.002 0.012
Si 8.211 -2.712 15.062 -0.014 0 -0.002
Si 10.926 0.033 15.126 0.001 0.005 0.003
Si 13.587 2.763 15.166 0.003 -0.004 -0.004
Si 10.902 5.476 15.142 0 0 0.003
Si 13.612 -8.16 15.182 0.001 -0.006 0.005
Si 10.902 -5.448 15.149 -0.012 -0.011 0.001
Si 13.617 -2.713 15.177 0.004 -0.007 0.009
Si 16.303 0.009 15.151 0.008 0.002 -0.003
Si 19.023 2.719 15.195 0 0 0.01
Si 16.304 5.442 15.209 -0.002 -0.011 0.006
Si 19.012 8.146 15.184 0.009 0.002 0.004
Si 16.324 10.874 15.181 0.007 0.013 0.001
Si 19.02 -2.733 15.159 0.006 -0.004 -0.006
Si 21.729 -0.008 15.144 0.003 -0.008 0.005
Si 24.444 2.7 15.093 0.002 0.003 0.001
Si 21.72 5.445 15.138 -0.002 0.004 0.001
Si 24.445 8.134 15.122 -0.009 0.004 0.007
Si 21.732 10.852 15.129 0.007 -0.004 0.003
Si 24.416 -2.736 15.078 0.008 0.001 0.006
Si 27.18 -0.034 15 -0.001 0.001 -0.007
Si 29.9 2.697 14.985 0.005 0.009 0.005
Si 27.184 5.399 15.04 0.005 0.002 0.003
Si 29.889 8.116 14.977 0 0.004 0.005
Si 27.129 10.848 15.043 0 0.004 0.008
Si 29.871 -2.748 14.974 -0.006 0.009 -0.002
Si 32.614 -0.019 14.922 0 0.011 0.004
Si 35.343 2.714 14.912 0.006 0.003 0
Si 32.624 5.4 14.928 0.003 0.006 0
Si 35.322 8.125 14.906 0.001 -0.009 0.007
Si 32.617 10.84 14.947 -0.004 0.002 0.001
Si 35.325 -2.751 14.904 -0.005 0.005 0.002
Si 38.066 -0.016 14.872 0 0.002 0.003
Si -24.519 2.704 14.854 0.002 -0.001 0.002
Si -27.241 5.411 14.881 -0.011 0 0
Si -24.5 8.13 14.888 -0.007 0.005 0.008
Si -27.222 10.852 14.866 0.002 0.002 0
Si -24.498 -2.726 14.85 -0.003 -0.003 0.001
Si -21.762 -0.011 14.84 0.003 -0.001 0.005
Si -19.035 2.726 14.873 -0.005 0.002 0
Si -21.772 5.434 14.861 0.004 -0.002 0.009
Si -19.039 8.165 14.843 -0.004 0.009 0.007
Si -21.771 10.87 14.842 0.005 0.003 -0.008
Si -19.043 -2.758 14.818 -0.023 -0.011 -0.006
Si -16.306 -0.004 14.834 -0.008 0 0.005
Si -13.575 2.72 14.839 -0.004 0.003 0.004
Si -16.303 5.444 14.86 0.002 -0.005 -0.001
Si -13.589 8.166 14.866 0.01 -0.001 0.007
Si -16.317 10.896 14.844 0.006 0.015 0.004
Si -13.587 -2.705 14.871 0.004 0.007 0
Si -10.881 0.01 14.875 0.003 0.003 0
Si -8.146 2.735 14.864 0.006 -0.006 0.002
Si -10.872 5.436 14.821 -0.024 -0.011 0.002
Si -8.159 8.201 14.84 -0.001 -0.003 0.005
Si -10.881 10.879 14.866 -0.007 -0.004 -0.004
Si -8.159 -2.712 14.89 0.001 -0.004 0.005
Si -5.41 0.014 14.878 0.007 0.013 0.004
Si -2.696 2.718 14.848 -0.007 -0.008 -0.008
Si -5.421 5.478 14.844 0.013 0.01 -0.009
Si -2.682 8.227 14.901 -0.002 -0.001 -0.005
Si -5.425 -5.393 14.875 0.005 -0.007 0
Si -2.689 -2.667 14.908 -0.001 -0.001 0.013
O 5.512 0.894 25.417 0.412 -0.215 -0.435
O 5.08 2.582 22.109 -0.11 -0.007 0.522
O 12.344 -6.402 23.557 0.134 0.47 0.063
O -0.315 4.676 -5.456 0.049 -0.468 -0.436
O 0.156 2.908 21.779 -0.202 -0.148 0.224
O 3.66 6.369 23.064 -0.439 -0.079 0.081
O 5.39 8.173 22.296 0.15 -0.036 0.499
O 2.352 -0.907 -6.425 -0.448 0.334 0.293
O 0.996 -6.502 23.392 -0.196 -0.142 0.368
O 4.135 -5.738 -5.438 0.214 -0.24 -0.109
O 6.586 -1.607 23.526 -0.129 0.174 0.479
O 12.517 -0.996 -5.316 -0.012 -0.192 0.154
O 15.024 2.029 -5.982 -0.392 -0.369 0.751
O 17.875 4.561 23.27 0.371 0.555 0.004
O 7.133 -6.352 23.225 -0.016 -0.194 0.397
O 10.852 -2.71 22.458 0.205 0.029 0.117
O 12.599 -0.902 23.308 -0.149 0.035 0.287
O 10.916 -3.036 -5.656 -0.142 0.184 -0.252
O 14.509 0.9 23.439 0.297 0.055 0.537
O 11.838 3.61 23.559 -0.065 0.026 0.264
O 21.466 6.322 25.816 -0.102 -0.118 0.276
O 15.504 7.13 23.376 0.531 -0.066 0.005
O 14.519 -4.092 23.301 -0.267 -0.561 0.091
O 13.517 -3.293 -5.887 0.307 0.137 -0.021
O 16.373 -2.862 22.074 0.154 -0.061 0.025
O 17.855 -1.249 23.334 -0.164 -0.25 0.468
O 19.794 0.381 22.857 -0.168 -0.052 0.119
O 21.372 2.436 22.609 0.496 0.388 -0.165
O 16.254 2.654 22.486 -0.121 -0.042 0.579
O 20.566 7.697 -4.117 -0.54 0.116 0.147
O 23.549 -6.693 23.422 -0.109 0.319 0.211
O 16.995 -7.057 23.322 -0.077 -0.006 0.434
O 18.645 -3.187 25.973 0.114 -0.36 -0.363
O 20.752 -4.042 23.601 -0.263 -0.209 0.578
O 26.126 0.476 23.215 0.296 0.077 0.27
O 18.917 -2.77 -3.419 -0.343 0 -0.776
O 29.547 0.507 24.933 0.101 0.502 0.123
O 28.409 -1.821 -1.144 0.164 0.144 -0.13
O 23.202 3.889 23.539 0.52 0.055 0.545
O 24.791 5.474 22.349 0.078 -0.106 0.33
O 28.265 -7.112 23.034 0.227 0.153 0.423
O 25.849 -4.492 23.295 0.303 -0.352 0.082
O 24.827 0.044 25.448 -0.343 0.059 0.182
O -31.156 7.622 -6.467 0.432 -0.128 0.513
O 32.137 1.97 22.917 -0.058 -0.295 0.015
O -31.223 -6.11 23.006 -0.354 0.123 0.225
O 29.231 6.374 -7.226 -0.146 0.186 -0.276
O 32.617 8.169 22.222 0.125 -0.122 0.798
O -32.215 -7.858 26.097 -0.146 -0.24 -0.499
O 25.872 -7.606 24.014 0.239 0.349 -0.248
O 30 -5.394 22.119 -0.058 -0.002 0.673
O 31.641 -3.346 22.597 -0.074 0.327 0.337
O -31.595 -1.692 23 0.118 0.113 0.332
O -25.51 2.154 24.453 0.298 -0.527 -0.043
O -24.115 6.253 25.734 -0.077 -0.047 -0.555
O -27.258 -2.835 21.943 0.289 0.031 0.608
O -22.839 1.004 23.076 -0.277 -0.324 0.209
O -29.851 5.367 22.102 0.035 -0.143 0.327
O -28.173 6.968 23.12 0.329 -0.349 0.244
O 30.315 0.261 22.402 -0.404 0.029 -0.149
O -29.239 -4.374 22.666 -0.134 0.271 0.286
O -23.98 -1.719 24.61 0.327 0.503 0.065
O -21.635 2.84 21.796 0.121 0.203 0.179
O -26.139 4.565 -3.908 -0.394 0.124 0.405
O -24.522 5.473 22.11 0.128 -0.099 0.508
O -20.438 6.642 23.137 -0.116 -0.018 -0.129
O -17.047 -3.183 25.425 0.307 -0.063 0.147
O -22.038 7.6 -6.819 -0.166 0.374 -0.056
O -24.42 -5.382 21.963 0.103 0.305 0.303
O -21.718 -2.782 25.027 0.26 -0.323 0.545
O -22.868 -3.406 22.778 0.66 0.189 0.23
O -16.316 -4.182 -5.667 -0.68 -0.234 -0.218
O -19.031 0.136 22.023 -0.073 -0.008 0.469
O -19.504 4.415 22.256 0.317 0.032 -0.128
O -25.404 0.925 -2.786 0.263 0.131 -0.538
O -17.903 6.271 23.099 0.19 0.063 0.419
O -16.248 8.112 22.14 -0.02 -0.049 0.486
O -20.882 -7.091 22.919 0.093 0.192 0.351
O -19.127 -5.298 22.056 -0.254 0.173 0.383
O -14.486 -6.397 22.945 -0.058 -0.184 0.431
O -15.287 -1.241 23.2 -0.289 -0.261 0.16
O -13.447 0.067 22.061 0.08 0.274 0.237
O -11.358 1.504 22.844 0.26 -0.25 0.202
O -19.054 2.174 -3.371 -0.49 -0.639 0.17
O -15.448 4.369 22.938 -0.402 -0.099 0.046
O -13.47 5.569 22.005 0.064 -0.039 0.219
O -11.855 7.324 23.096 -0.054 0.115 -0.061
O -12.606 -4.557 22.966 0.412 -0.254 0.643
O -10.309 -1.449 23.274 -0.565 -0.1 0.184
O -7.985 -1.041 23.808 0.367 -0.307 -0.266
O -7.064 1.168 22.856 -0.003 -0.061 0.241
O -4.331 -8.071 22.071 -0.025 -0.356 -0.312
O -12.697 7.541 25.636 -0.277 0.105 -0.252
O -9.713 3.538 22.989 0.242 0.18 0.311
O -9.555 -7.128 23.118 -0.305 -0.197 0.054
O -8.205 -5.414 21.858 0.106 0.055 0.307
O -6.635 -3.926 23.141 -0.025 -0.314 0.602
O -1.637 -3.964 23.4 0.496 0.236 0.3
O -0.569 1.669 -1.594 -0.441 0.127 -0.248
O -6.521 3.238 -5.939 -0.271 0.122 -0.475
O -0.197 8.092 22.045 -0.129 -0.279 0.54
O -3.759 -6.299 -1.541 -0.204 0.438 -0.116
O -2.862 -5.722 22.024 0.18 -0.073 0.549
O -4.682 6.796 -7.073 -0.252 -0.133 0.119
O 4.893 6.327 25.404 0.457 -0.117 -0.054
O 6.848 7.653 -5.691 0.098 -0.374 -0.092
O 9.825 0.955 -1.308 0.186 -0.16 -0.2
O 0.37 5.477 -3.173 -0.207 0.465 -0.198
O 2.735 -4.794 22.849 -0.328 0.109 -0.09
O 17.646 -7.347 -4.107 -0.243 -0.152 0.192
O -0.784 -5.503 -5.976 -0.011 -0.345 0.033
O 5.192 0.52 -3.544 0.395 -0.178 -0.148
O 10.171 1.721 22.878 0.233 -0.118 0.2
O 3.857 -3.635 -1.018 -0.14 0.579 -0.143
O 23.988 -3.264 -3.836 -0.111 0.12 0.584
O 16.16 -3.802 25.282 -0.037 -0.376 0.024
O -10.087 5.98 -5.517 0.014 -0.006 -0.234
O -21.824 5.012 -6.358 -0.172 -0.604 0.305
O -16.348 3.553 25.061 -0.127 0.067 0.25
O 18.919 -0.522 -6.698 -0.116 0.297 0.224
O 15.514 -4.948 -5.79 0.229 0.211 0.453
O 13.82 0.723 -3.766 0.225 -0.463 -0.059
O 20.765 4.15 24.543 -0.483 -0.337 0.36
O 15.448 4.634 -5.85 0.57 -0.049 0.349
O 27.821 -6.591 -3.761 -0.355 -0.148 -0.413
O -10.158 7.822 25.127 0.196 -0.406 0.389
O 12.91 -7.831 -0.859 0.142 -0.617 0.267
O 10.528 2.034 25.403 0.367 -0.482 0.145
O 13.481 -8.077 -3.477 -0.161 0.331 -0.046
O 25.785 6.09 -1.382 -0.362 -0.329 -0.435
O 20.599 3.884 -2.37 -0.123 0.01 0.025
O 19.963 -1.251 24.94 0.271 -0.243 -0.109
O 21.015 -2.091 -6.937 0.287 0.046 -0.137
O 13.059 5.708 -3.613 0.035 0.036 0.028
O -2.756 5.849 -2.498 0.147 0.175 0.181
O -28.478 0.777 -1.143 0.15 -0.409 0.015
O 20.37 6.458 23.359 -0.439 0.094 0.11
O 18.957 -5.515 22.483 -0.209 0.031 0.558
O 9.268 3.922 23.955 0.232 0.286 -0.3
O 13.104 -5.905 -5.631 0.118 -0.506 0.373
O 14.835 -6.46 -1.982 -0.006 0.015 0.506
O 30.918 4.165 -2.181 -0.279 0.21 -0.076
O 31.762 0.74 -5.487 0.034 -0.147 0.288
O -19.068 8.119 -0.459 0.228 0.286 -0.531
O 27.994 -7.142 -1.302 -0.763 0.227 -0.195
O -12.079 3.637 -1.868 -0.402 -0.07 0.294
O 27.855 0.692 -6.955 0.061 0.33 -0.736
O -25.736 -6.315 -3.737 0.117 0.386 0.224
O 24.559 -6.612 25.924 0.382 -0.226 0.294
O -1.821 6.182 22.642 0.195 0.029 -0.095
O -18.062 1.83 25.522 -0.02 -0.424 -0.288
O 30.891 -6.07 -4.31 0.099 0.182 0.397
O -27.72 -7.716 -2.76 -0.235 0.523 -0.095
O 31.832 3.354 -5.089 -0.262 0.06 -0.513
O -3.57 -1.719 -3.795 -0.342 -0.371 -0.026
O 7.981 1.462 -6.394 0.099 0.306 -0.501
O 18.134 -1.473 -1.309 0.098 -0.189 -0.1
O 32.518 -6.638 -6.61 -0.357 0.1 0.502
O 22.106 1.994 25.117 0.534 -0.463 0.049
O -10.044 -5.8 25.374 -0.735 0.038 0.322
O -29.779 -5.119 25.039 0.414 0.468 -0.003
O -25.55 -7.202 -1.29 0.693 -0.307 -0.142
O -29.547 -2.422 -3.304 0.17 0.203 -0.392
O 30.438 1.862 -3.399 -0.203 -0.245 -0.01
O -2.191 4.446 24.538 0.433 0.191 0.37
O -28.443 4.036 -5.125 -0.258 0.227 -0.342
O 2.359 -1.438 -3.893 -0.174 -0.009 -0.129
O -5.497 -5.711 26.127 0.035 0.565 0.367
O -3.335 1.924 24.385 -0.469 0.196 -0.062
O 27.156 0.995 26.068 -0.222 0.356 -0.424
O -9.124 -6.888 -6.865 0.147 0.129 0.227
O -9.8 -1.276 -1.658 -0.339 0.062 -0.261
O -26.291 -5.997 -6.269 -0.298 -0.019 0.314
O -23.213 1.489 25.602 0.204 -0.526 0.33
O -6.046 1.362 -1.245 0.736 0.132 0.057
O -23.623 1.724 -1.018 0.351 0.452 -0.31
O -26.571 3.942 22.957 -0.049 0.266 0.559
O 11.709 -5.562 -1.125 0.405 0.226 -0.051
O 9.442 6.732 26.262 0.379 0.372 -0.16
O 12.046 1.481 -5.7 -0.264 -0.165 -0.162
O 32.573 -1.632 -6.307 0.186 -0.206 -0.551
O -26.05 -7.035 23.037 -0.114 -0.253 0.132
O 2.057 -4.108 -2.731 -0.036 0.213 -0.118
O -7.14 7.203 -1.327 0.309 -0.297 -0.111
O -27.296 -5.568 -0.292 -0.05 0.259 -0.031
O 13.102 -5.458 25.958 -0.262 -0.096 0.283
O -15.095 -3.913 -1.942 -0.552 0.166 -0.246
O -3.866 5.929 -4.812 -0.591 -0.332 0.164
O 0.655 2.868 -3.602 0.28 0.001 -0.319
O -12.102 -3.083 -5.48 0.229 0.331 -0.089
O -15 7.262 -6.161 -0.152 0.034 0.718
O 22.934 8.116 -3.171 0.074 -0.113 0.242
O -9.04 -3.462 24.623 0.268 -0.235 -0.344
O 1.458 4.799 -0.982 0.336 0.178 -0.39
O -6.672 0.417 25.379 0.003 0.464 0.347
O -13.54 2.247 -6.482 -0.756 0.01 0.06
O -17.015 -7.618 -7.03 -0.188 0.178 0.385
O -4.254 -1.009 -1.417 -0.181 0.221 0.026
O -8.045 4.728 -4.454 0.013 0.072 -0.016
O -8.728 7.088 -3.395 -0.304 -0.256 0.134
O -1.092 4.343 -1.249 -0.005 -0.37 0.492
O 20.374 -0.796 -2.592 0.253 0.131 -0.368
O -12.237 1.086 -1.424 0.252 -0.532 -0.114
O -31.374 -7.23 -1.449 0.34 -0.352 -0.119
O -31.716 5.097 -6.032 0.498 -0.192 -0.224
O -17.254 5.51 -6.117 -0.201 0.674 0.003
O -31.339 -3.825 -5.386 0.197 -0.089 -0.442
O -17.845 4.03 -1.915 -0.094 0.192 -0.162
O 31.826 6.415 -1.283 0.254 0.358 -0.419
O -7.434 -4.7 -4.058 0.088 -0.13 -0.327
O -8.801 2.188 -5.164 0.021 -0.125 -0.385
O -1.248 2.305 25.772 -0.107 -0.559 0.428
O -3.065 -5.431 25.143 0.183 -0.367 -0.019
O 17.626 -6.558 -1.512 -0.226 0.229 -0.065
O -18.823 1.587 -5.903 0.514 -0.045 -0.13
O -6.916 2.465 -3.448 0.029 0.064 0.331
O 24.713 2.4 -0.389 0.224 0.13 -0.205
O -14.595 -2.184 -5.558 0.063 0.54 -0.252
O 24.911 3.993 -5.328 -0.003 0.108 -0.04
O -22.925 8.08 -3.817 0.411 -0.139 -0.034
O -4.383 2.554 -4.617 -0.356 0.034 0.236
O -0.107 0.535 -6.558 0.446 0.177 0.053
O 7.528 5.334 25.285 -0.339 -0.026 0.766
O 0.861 3.141 24.481 -0.157 0.008 -0.339
O -23.932 -4.332 24.955 0.182 -0.571 -0.13
O -14.006 -4.554 -4.519 0.299 -0.337 0.135
O -29.129 -0.919 -6.575 -0.536 -0.375 -0.047
O 2.788 -3.429 -5.645 -0.305 0.066 -0.184
O -27.92 2.975 25.117 -0.45 0.454 0.184
O 26.803 0.199 -0.365 0.203 -0.071 -0.461
O 6.358 -3.657 -5.586 -0.328 -0.065 -0.5
O 27.401 2.625 22.364 -0.171 0.104 0.169
O -15.38 4.566 -1.223 0.492 -0.062 -0.12
O 23.418 -3.884 23.531 -0.011 -0.678 -0.142
O 4.265 4.53 -3.033 -0.457 -0.16 0.089
O -18.326 -3.117 -1.148 0.07 0.273 0.074
O 1.808 -5.551 -6.721 0.21 -0.423 0.311
O -29.143 -4.811 -4.138 0.33 -0.286 -0.234
O 31.388 -3.53 -4.896 -0.282 0.084 0.002
O 2.851 -8.096 -0.377 0.112 0.046 -0.317
O 11.714 3.582 -4.204 -0.309 -0.297 0.319
O -2.047 1.522 -5.196 -0.067 0.254 -0.65
O -25.589 1.845 -7.224 -0.208 0.151 -0.054
O -19.387 -1.962 25.301 -0.208 -0.45 0.305
O 21.466 -5.427 -0.055 0.035 -0.242 -0.489
O 12.365 4.043 -1.632 0.017 -0.134 -0.174
O 30.917 6.372 23.086 0.12 0.469 0.185
O 8.754 7.042 23.704 -0.293 0.247 0.271
O -30.106 2.613 -0.296 -0.117 0.039 -0.047
O -25.178 -4.047 -4.865 0.329 0.189 0.033
O 9.061 7.363 -1.273 -0.193 -0.267 -0.524
O 6.428 -5.614 -3.996 0.263 0.116 0.444
O -11.299 5.558 -3.386 0.131 0.328 0.036
O -30.257 -6.175 -6.076 0.686 0.076 -0.036
O 28.157 -4.238 -2.359 -0.314 -0.215 0.454
O 9.791 5.742 -5.434 -0.171 0.157 0.75
O -13.718 4.235 24.87 0.165 -0.163 -0.426
O 14.39 1.633 -1.314 -0.776 0.341 0.084
O 16.361 5.52 -0.302 0.035 -0.062 -0.071
O 17.449 -2.71 -6.34 -0.262 -0.295 0.807
O 24.099 -7.288 -5.421 0.634 -0.178 0.203
O 14.18 3.305 -3.328 0.494 0.314 -0.408
O -6.101 -2.257 25.16 -0.098 -0.454 0.145
O 16.669 -5.055 -3.312 0.051 0.354 -0.594
O -29.088 -4.176 -1.478 -0.093 0.158 -0.245
O 9.34 -1.15 -2.888 -0.399 -0.763 0.171
O 21.306 0.22 -5.79 -0.572 0.186 0.438
O 12.28 -7.797 25.885 -0.315 -0.329 -0.243
O 30.471 -3.466 -1.411 0.281 0.325 -0.239
O -31.925 4.293 -1.107 -0.201 -0.083 -0.379
O -27.726 1.584 22.932 -0.013 -0.156 0.111
O 29.14 4.433 23.169 -0.409 -0.295 0.36
O -13.501 7.978 -0.318 -0.157 -0.146 -0.229
O -21.061 -7.091 -5.18 0.556 0.369 -0.191
O 19.287 -5.392 -3.233 0.321 -0.191 -0.585
O 11.279 0.461 -3.436 0.074 0.097 -0.204
O 10.579 -5.572 -6.084 -0.426 -0.44 -0.052
O 16.236 1.617 -3.109 -0.046 0.101 0.33
O -13.474 -5.572 25.239 0.436 -0.003 0.053
O 22.255 -4.05 -5.772 0.656 -0.069 -0.253
O 19.423 2.336 -0.56 -0.6 -0.064 0.275
O 3.232 6.668 -6.906 0.048 0.477 0.489
O -5.416 2.764 21.793 0.209 0.099 0.253
O 16.506 -7.25 -6.569 -0.094 -0.33 -0.314
O 1.556 -1.654 -1.332 -0.07 -0.455 -0.287
O 3.186 -0.287 24.851 0.139 -0.471 -0.221
O 25.255 -7.884 -0.467 0.273 -0.027 0.116
O -17.04 -5.348 -0.997 -0.251 -0.391 -0.127
O 0.428 6.999 -6.441 -0.182 0.169 0.388
O -5.142 -5.9 -3.631 0.224 -0.078 -0.496
O 27.29 -2.84 21.949 -0.222 0.195 0.313
O 6.917 -4.065 24.515 0.109 0.008 0.235
O 26.294 -4.513 -4.263 -0.056 -0.322 -0.35
O -25.401 7.425 -3.235 -0.474 -0.294 -0.684
O 8.601 3.477 -4.845 0.251 0.118 0.548
O -18.149 1.554 -1.105 -0.441 -0.107 -0.464
O 29.916 7.949 -0.228 -0.008 0.107 -0.148
O 18.91 5.823 25.339 -0.116 0.397 0.247
O -11.781 6.128 -0.964 -0.031 0.052 -0.147
O 6.895 -0.804 -7.178 0.055 -0.323 0.111
O -31.113 -1.858 -1.284 -0.058 -0.579 -0.113
O -8.084 5.387 22.114 -0.024 -0.064 0.548
O -9.709 4.614 -1.388 0.33 0.34 -0.412
O 8.162 0.073 22.403 -0.094 0.241 0.621
O 4.744 -3.298 23.206 -0.252 0.185 -0.087
O -27.109 -3.549 -3.068 -0.016 0.099 0.36
O 18.291 0.705 25.026 -0.074 0.436 -0.038
O -7.808 -7.13 25.236 0.35 -0.432 -0.323
O -25.868 3.075 -1.198 -0.448 0.166 -0.434
O -20.421 -4.122 -2.402 0.397 -0.211 -0.547
O 6.424 -0.658 -1.32 0.033 0.134 -0.329
O -2.555 -2.854 25.672 0.476 -0.31 0.522
O 13.576 5.412 22.622 0.211 -0.108 0.337
O 19.612 -4.207 -6.252 -0.002 -0.285 0.607
O -26.211 -1.064 -1.306 -0.588 -0.016 -0.015
O 26.442 -1.927 -3.966 -0.33 0.138 0.175
O 3.709 2.502 -4.628 -0.367 -0.257 -0.151
O 31.636 -5.695 25.638 -0.17 -0.012 -0.519
O -27.351 -2.643 -5.447 -0.407 -0.329 -0.01
O -13.01 2.128 -3.842 -0.656 0.029 0.248
O 18.016 -0.269 -3.653 -0.333 -0.377 -0.127
O -21.784 7.85 24.974 -0.119 0.016 -0.1
O -13.331 -2.358 -3.282 0.058 0.516 0.181
O -22.278 -5.685 -3.393 -0.213 0.32 -0.157
O 7.009 7.802 25.723 -0.009 0.576 -0.245
O 5.109 -7.813 -3.964 -0.471 -0.379 -0.067
O -23.669 5.544 -3.802 0.403 -0.065 -0.227
O 4.747 -3.277 -3.42 0.392 0.039 -0.206
O -22.692 -4.578 -1.135 -0.335 -0.333 -0.029
O 6.338 4.527 -1.338 -0.09 0.03 -0.222
O 8.084 -2.471 -0.34 -0.192 0.021 -0.621
O -19.719 3.988 -5.004 -0.27 0.007 0.2
O -28.816 2.16 -3.331 0.181 0.391 0.171
O 27.029 2.509 -5.064 -0.288 -0.169 0.361
O -30.193 8.018 -3.479 -0.074 -0.109 -0.295
O 25.16 -2.946 -6.087 0.161 -0.611 -0.189
O 21.077 6.49 -6.389 -0.024 0.053 -0.133
O 3.371 2.338 24.709 0.167 0.013 -0.025
O -9.665 -3.909 -5.218 -0.151 -0.4 0.295
O -10.99 -3.01 21.552 0.01 -0.21 0.186
O -14.263 -1.651 -1.018 0.149 0.169 -0.32
O 1.281 -1.877 25.767 -0.084 0.146 0.476
O 21.023 7.068 -1.519 0.053 -0.04 -0.06
O 28.063 7.785 25.164 -0.169 0.125 0.159
O 22.157 5.702 -3.372 0.506 -0.008 -0.168
O -23.728 -6.263 -5.427 0.071 -0.105 -0.321
O -16.604 -7.793 25.099 0.25 -0.13 -0.25
O -26.597 -0.376 -6.481 -0.064 0.274 0.387
O -24.525 -2.838 -0.4 0.231 0.023 -0.179
O -30.895 3.205 -4.484 -0.171 -0.53 0.501
O 23.722 -0.291 22.995 -0.165 0.312 0.06
O -29.099 6.834 -1.406 -0.269 -0.171 -0.05
O 8.145 2.816 -0.477 -0.022 -0.225 -0.257
O 4.084 -5.697 -2.795 -0.467 -0.304 0.378
O -26.278 -5.518 25.281 -0.594 0.023 0.434
O 13.062 3.755 -6.507 -0.011 0.461 -0.307
O 7.342 -6.988 -1.111 -0.311 0.196 -0.301
O -5.529 0.076 -3.482 -0.256 -0.17 -0.347
O -7.391 -2.923 -5.984 0.328 0.222 0.212
O 4.61 6.483 -1.267 -0.101 -0.049 -0.391
O -29.876 7.775 25.059 -0.188 -0.349 -0.359
O -29.215 1.659 -5.859 0.045 0.027 -0.125
O -18.189 6.794 26.105 -0.27 -0.29 -0.411
O 14.134 -4.499 -3.61 -0.544 0.428 0.11
O -11.239 1.349 -5.628 -0.029 -0.454 -0.55
O -2.148 5.943 -6.846 0.089 0.065 -0.681
O 1.258 -6.205 -1.274 -0.229 -0.218 -0.385
O -24.325 3.526 -5.542 0.302 -0.218 0.033
O -14.866 4.703 -5.563 0.162 -0.539 -0.129
O 21.855 -2.014 22.635 -0.664 0.12 -0.279
O -6.492 -4.761 -1.588 0.243 -0.05 -0.043
O -26.225 -0.396 25.471 -0.112 0.242 -0.196
O -21.231 1.117 -6.72 -0.33 0.056 0.459
O -21.846 0.002 -0.292 -0.256 -0.158 -0.195
O -20.345 -1.625 -1.521 -0.411 0.249 -0.182
O 4.961 0.798 -6.213 -0.437 0.299 -0.144
O 0.152 -0.064 0.072 0.017 -0.215 0.219
O 8.711 -4.317 -4.749 -0.001 0.033 0.292
O -4.968 -7.314 24.359 -0.244 0.244 0.112
O -28.224 6.277 -3.859 -0.243 0.017 -0.061
O -2.419 8.198 -0.376 -0.05 0.05 -0.312
O 15.388 -4.038 -1.296 0.157 -0.048 -0.214
O 3.891 -0.852 -1.837 0.159 -0.324 0.055
O -8.308 -2.3 -3.594 0.397 -0.067 0.066
O 1.184 -4.394 25.063 -0.623 0.246 -0.249
O -27.292 5.204 -0.457 -0.16 0.305 -0.489
O 30.337 -5.204 -6.715 -0.745 0.426 -0.109
O -10.488 2.011 -3.183 0.549 0.041 0.401
O 5.205 -2.544 25.715 -0.108 0.436 -0.034
O -12.575 -3.748 -1.242 0.261 -0.083 -0.243
O -25.845 -1.054 23.011 0.282 0.646 -0.046
O -17.124 3.263 -4.874 0.257 -0.446 0.319
O 24.782 -4.06 25.802 -0.023 0.359 0.026
O 9.566 -4.181 -1.404 -0.287 0.514 -0.323
O 18.001 3.42 25.65 0.105 -0.48 -0.212
O 5.589 -5.326 -0.185 0.239 -0.129 -0.394
O 19.043 8.213 -6.175 0 0.09 -0.329
O -32.326 2.177 25.396 -0.417 -0.227 0.099
O -21.076 2.487 24.466 0.532 0.019 -0.19
O 13.495 -2.558 -0.386 -0.011 -0.063 -0.093
O -17.228 -1.724 -5.618 0.14 0.567 0.192
O -24.68 -7.577 25.191 0.529 0.151 -0.023
O 28.874 -4.441 -4.807 -0.228 0.297 -0.546
O 10.83 5.68 -0.408 0.111 0.085 -0.157
O 14.994 7.238 -1.525 0.28 -0.055 -0.38
O 4.639 -1.659 -5.33 0.016 0.372 -0.002
O 9.667 -6.639 -2.367 0.223 -0.21 -0.209
O -31.404 3.759 23.351 0.133 0.291 0.473
O 19.112 8.205 -0.251 -0.001 0.087 -0.444
O 2.225 4.605 -4.779 -0.032 0.375 -0.197
O 16.317 0.084 -0.359 -0.186 -0.213 -0.568
O 15.027 -1.562 24.152 0.469 0.17 -0.091
O 30.604 7.777 -5.423 0.129 -0.322 0.269
O 18.038 4.148 -1.572 -0.115 0.42 -0.553
O 29.043 2.714 -1.152 -0.222 -0.368 0.056
O 16.712 8.189 25.645 0.196 -0.152 0.038
O -14.828 -6.542 -1.452 0.238 -0.097 -0.681
O -21.249 -0.117 24.903 0.335 0.148 0.554
O -23.459 6.914 -1.527 0.002 0.106 0.01
O 18.845 2.15 -3.125 0.285 0.037 -0.474
O -30.302 0.01 -2.979 -0.308 0.351 -0.208
O 27.059 6.841 22.856 0.199 -0.346 0.205
O -17.379 -3.356 22.757 -0.107 0.634 0.062
O 8.601 -5.959 25.354 0.238 -0.57 -0.076
O 23.427 1.787 -5.659 0.471 -0.19 -0.521
O 25.136 -6.872 -2.968 0.358 -0.169 -0.376
O -3.873 6.644 24.175 0.286 0.052 0.844
O 22.84 3.299 -3.754 -0.107 -0.376 0.232
O 31.384 -1.326 24.26 0.18 0.096 0.715
O 11.657 7.462 -5.145 -0.083 0.436 0.202
O -3.141 0.834 -2.958 0.365 0.044 0.207
O -3.934 4.573 22.708 0.065 -0.183 0.308
O -13.86 2.633 -0.196 -0.401 -0.298 -0.09
O -19.547 4.705 24.779 0.454 -0.117 0.202
O -16.281 -0.063 -0.314 0.078 -0.002 -0.363
O 31.462 1.843 -1.1 0.326 -0.015 -0.391
O -1.501 6.995 -4.59 0.16 0.416 0.419
O -27.674 -0.239 -3.351 -0.206 -0.307 -0.49
O 26.675 4.68 -3.497 0.069 -0.12 0.048
O 32.445 -8.072 -3.562 -0.071 -0.647 0.29
O 16.302 5.341 25.323 -0.104 0.31 -0.497
O -17.171 -0.692 24.939 -0.2 0.502 -0.164
O -22.863 7.458 22.698 0.028 0.387 0.431
O 8.057 0.88 -3.87 -0.13 0.147 0.406
O 25.773 -5.216 -0.944 0.804 -0.029 -0.156
O 32.524 -0.179 -0.182 0.212 -0.242 -0.413
O 21.56 0.979 -1.142 0.145 0.314 0.014
O -19.565 -7.942 -7.214 -0.171 0.377 -0.217
O -9.765 -0.264 -4.254 -0.21 -0.171 -0.656
O -32.287 -3.484 24.721 0.359 -0.036 0.259
O -7.89 7.122 -5.847 0.227 -0.215 -0.053
O 22.454 4.212 -6.224 -0.151 -0.242 -0.108
O -16.168 -5.713 -3.535 -0.59 -0.636 -0.15
O 21.575 -7.242 -6.226 -0.379 0.367 -0.145
O -20.852 -6.485 -1.34 0.026 -0.236 -0.312
O -15.696 6.039 25.126 0.358 0.434 -0.04
O 10.712 -8.066 22.494 -0.138 0.16 0.515
O -12.71 6.257 -5.544 0.076 0.552 -0.032
O 2.424 3.924 22.651 0.707 0.189 -0.029
O 4.644 4.839 -5.649 0.483 0.065 0.029
O 9.123 -4.575 23.204 0.09 -0.085 0.108
O -2.282 3.352 -3.359 0.052 -0.039 -0.11
O -2.543 -5.93 -3.98 0.025 -0.145 -0.416
O -3.465 -0.044 22.592 0.253 -0.028 0.206
O -15.003 -3.938 23.843 0.144 0.539 -0.166
O -4.179 -3.524 23.782 0.022 -0.187 -0.22
O 6.197 6.211 -3.402 0.382 -0.165 -0.429
O 1.305 -1.151 23.225 -0.431 -0.237 0.208
O -27.291 -7.931 25.141 -0.032 0 0.405
O -3.641 3.697 -1.168 -0.171 -0.546 -0.258
O 31.467 4.096 24.365 -0.164 0.149 0.557
O -31.428 -5.92 -3.736 -0.094 0.2 0.418
O 13.437 -0.058 25.712 -0.272 0.135 -0.14
O -21.798 5.222 -0.467 0.327 0.164 -0.362
O -28.798 -6.864 23.321 0.24 0.034 -0.254
O -17.206 6.489 -1.338 0.245 0.243 -0.331
O -8.073 2.799 -0.406 -0.135 -0.162 -0.055
O 32.307 -5.372 -0.572 0.136 -0.086 -0.194
O -18.902 -2.414 -3.649 0.272 0.26 0.106
O -1.995 -0.444 24.759 0.359 -0.142 -0.058
O 1.874 0.765 -2.383 0.466 0.307 -0.099
O 28.082 -1.759 -6.004 0.257 -0.654 -0.098
O 23.406 -6.386 -1.144 -0.269 -0.047 -0.495
O 24.367 -2.965 -0.386 0.128 0.071 -0.252
O 2.796 4.856 25.041 0.048 0.212 0.441
O -16.359 5.422 -3.563 0.206 0.425 0.186
O -3.366 -2.901 -6.115 -0.395 -0.05 -0.043
O 22.617 0.259 -3.545 0.581 -0.005 0.217
O -4.171 4.189 -6.705 0.385 -0.17 -0.342
O 19.868 -3.748 -1.204 -0.107 0.15 -0.08
O 22.398 -2.46 25.269 0.175 0.08 0.107
O -1.585 -1.144 -5.344 0.353 -0.131 -0.188
O 9.335 8.175 -6.347 0.148 0.173 0.207
O -11.746 3.871 -5.391 0.396 -0.059 -0.329
O 8.928 -0.863 -5.569 0.788 -0.399 -0.265
O 29.886 -8.043 -2.983 0.449 -0.569 0.391
O -24.061 3.141 -3.06 0.75 0.113 -0.154
O 27.584 7.122 -2.977 -0.216 -0.026 -0.439
O -9.507 -1.263 25.896 0.046 0.767 -0.12
O -9.137 1.357 24.402 -0.047 0.065 0.311
O -9.333 -7.626 -1.32 -0.146 -0.036 -0.178
O -4.242 -0.668 25.847 0.057 0.121 0.243
O 14.188 6.946 -5.671 0.1 0.064 -0.312
O -8.02 -2.814 -0.561 0.279 -0.158 -0.235
O 13.584 -3.035 25.546 -0.344 0.376 -0.069
O -20.585 -1.717 22.934 -0.107 -0.238 -0.048
O -2.39 -2.655 -0.498 0.145 0.016 -0.069
O -15.637 1.208 24.295 0.639 0.286 -0.269
O -32.078 -1.874 -3.767 -0.322 0.314 0.164
O -5.379 5.488 -0.408 0.106 0.121 -0.246
O -20.06 6.62 -5.393 0.488 -0.086 0.479
O 21.376 -3.664 -3.337 0.037 0.641 -0.056
O 7.549 -6.114 -6.274 0.137 0.181 -0.296
O 23.669 7.494 25.021 -0.203 -0.181 -0.099
O -25.503 -1.604 -3.798 0.392 0.226 -0.415
O 17.57 1.756 -5.332 0.516 0.583 -0.064
O 28.066 0.233 -4.373 -0.284 0.053 0.465
O -19.754 -0.856 -5.559 -0.641 -0.031 0.024
O 28.088 5.089 -1.271 -0.001 0.265 -0.214
O -29.766 -0.018 22.199 0.063 0.152 0.464
O 22.723 -1.292 -1.411 -0.058 -0.037 -0.25
O 21.845 8.163 22.206 -0.198 0.036 0.507
O -1.613 -3.537 -4.31 0.31 0.298 0.601
O -0.006 -5.473 -3.492 0.061 -0.358 -0.271
O -20.199 3.256 -1.211 -0.086 0.024 -0.312
O 16.292 -0.356 -6.134 -0.645 -0.202 0.11
O 29.542 2.142 -5.725 -0.046 0.22 -0.466
O -10.83 -5.565 -0.507 0.185 0.077 -0.36
O 2.995 -6.248 25.084 0.453 0.077 0.223
O -3.655 8.148 -3.4 -0.299 -0.182 -0.069
O -0.325 -4.137 -1.288 0.099 -0.173 -0.467
O 25.332 -2.065 24.077 0.515 -0.014 0.388
O -7.343 -6.997 -2.841 -0.023 0.008 -0.324
O 6.949 -1.665 -3.97 -0.208 -0.133 -0.003
O 7 2.822 24.787 -0.284 -0.187 -0.333
O -11.318 2.885 24.979 -0.254 -0.295 0.293
O 16.855 6.812 -5.548 0.185 -0.284 0.109
O 29.11 -2.069 -3.516 0.426 0.076 -0.247
O 7.795 -8.081 -3.416 0.15 0.035 -0.536
O -7.912 0.167 -2.56 -0.054 0.117 0.29
O -26.807 5.842 -6.069 -0.09 0.139 0.068
O -17.59 2.168 22.942 -0.027 0.28 0.067
O -6.316 7.013 23.085 -0.45 0.239 0.466
O 22.966 4.197 -1.307 0.328 0.114 -0.01
O -14.67 -0.758 25.743 0.522 -0.355 -0.012
O -0.32 6.802 -1.023 0.422 0.612 -0.3
O -31.282 0.514 -6.915 0.158 0.236 0.179
O 14.595 -7.101 24.591 -0.156 0.039 -0.214
O -11.317 -5.482 -6.522 -0.147 -0.086 0.356
O 2.932 0.549 22.074 0.146 -0.008 0.17
O 6.887 4.517 22.89 0.162 0.197 0.095
O -15.029 -6.504 -5.821 0.464 -0.064 -0.007
O 28.879 -1.517 23.32 -0.288 -0.238 0.529
O 27.369 4.93 -5.999 -0.023 0.234 0.28
O -17.054 -5.477 24.15 -0.334 -0.359 -0.405
O -32.383 5.2 -3.497 0.089 0.547 -0.172
O 4.904 1.451 -1.106 0.381 0.492 -0.284
O -19.129 -3.407 -6.127 -0.257 -0.535 0.206
O 10.986 -4.7 -3.568 0.527 0.036 -0.032
O -21.967 4.602 25.763 0.039 0.244 -0.074
O 2.923 2.858 -0.208 -0.227 0.117 -0.289
O 11.525 -1.046 -1.287 0.202 -0.278 -0.396
O 23.819 -0.737 -5.715 0.106 -0.172 0.387
O -26.19 -2.955 25.022 -0.764 -0.018 0.124
O -5.463 -1.678 22.597 -0.174 -0.1 0.113
O 2.535 7.462 25.155 -0.551 -0.134 -0.401
O -24.244 6.264 -6.339 -0.217 0.085 0.725
O -1.26 1.24 22.978 0.338 -0.349 0.543
O 0.701 0.584 25.14 -0.089 -0.049 -0.098
O -4.754 1.598 -7.01 -0.594 -0.367 0.363
O -0.121 0.376 -3.858 -0.044 -0.45 0.112
O -11.349 5.453 24.88 0.448 -0.17 -0.302
O 6.246 2.559 -4.723 0.095 0.407 -0.14
O 10.487 3.473 -6.585 -0.12 -0.278 -0.63
O 22.919 -5.665 -3.824 -0.642 0.01 0.311
O 29.795 5.846 25.369 0.075 -0.36 0.441

Results
total energy: -406618.520 eV
total energy less fixed offsets of O -438.25, Si -107.07 eV per atom: -5.720 eV
